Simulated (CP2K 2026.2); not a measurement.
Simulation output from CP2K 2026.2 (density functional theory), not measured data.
Periodic cell of 2364 atoms, Si1700O664, from a study of silicon, its oxide and their interface. The atomic structure is a simulated model.
Doubt: the forces sum to 1.84 eV/angstrom along one axis rather than to zero, so they err by at least 0.0008 eV/angstrom per atom on average; the grid cutoff is modest.

Settings
functional: PBE
method: Gaussian and plane waves
basis set: DZVP-MOLOPT-SR-GTH
pseudopotentials: GTH-PBE
grid cutoff: 350 Ry, relative cutoff 50 Ry
k points: Gamma only
occupations: fixed
spin: none
net charge: 0

Cell vectors (angstrom)
a 16.4025 0 0
b 0 65.61 0
c 0 0 40.0472

Atoms: element, x, y, z (angstrom)
Si 0.307 0.116 0.264
Si 2.931 2.827 39.938
Si 15.575 6.114 39.609
Si 3.238 7.985 0.129
Si 13.684 10.806 38.744
Si 2.059 13.946 39.882
Si 0.31 15.661 39.877
Si 3.268 18.587 39.95
Si 0.057 21.895 0.153
Si 3.306 25.035 39.766
Si 0.039 27.266 0.219
Si 2.466 30.265 0.235
Si 1.131 32.164 39.643
Si 3.179 35.177 40.045
Si 0.044 38.683 39.66
Si 2.698 41.345 0.073
Si 0.161 43.332 0.268
Si 2.584 46.294 0.336
Si 0.165 49.736 39.347
Si 2.863 51.723 39.749
Si 15.84 54.927 39.823
Si 3.078 57.219 39.892
Si 0.036 60.383 39.484
Si 2.307 63.276 39.953
Si 5.176 0.578 39.676
Si 7.581 3.535 0.049
Si 5.411 5.714 0.278
Si 8.2 8.216 0.053
Si 5.917 10.514 0.141
Si 7.735 14.299 40.021
Si 5.347 16.313 0.354
Si 7.885 19.118 0.23
Si 5.876 21.438 0.182
Si 8.308 24.329 39.972
Si 5.815 27.864 39.837
Si 8.886 29.464 39.915
Si 5.254 32.832 0.123
Si 8.657 34.892 0.066
Si 5.217 38.101 39.942
Si 7.787 41.178 0.126
Si 5.746 43.719 39.909
Si 7.623 47.118 0.224
Si 5.599 48.374 39.846
Si 7.138 50.692 39.186
Si 4.934 55.837 39.463
Si 7.554 58.292 39.954
Si 5.759 59.89 0.184
Si 8.43 62.612 39.56
Si 11.416 65.477 40.031
Si 13.145 3.502 40.012
Si 11.014 5.834 39.705
Si 14.078 8.892 0.13
Si 11.007 10.987 40.026
Si 13.463 13.595 0.206
Si 11.388 15.997 0.073
Si 13.617 19.39 40.04
Si 12.076 21.211 39.879
Si 14.48 24.253 39.833
Si 10.347 27.4 39.57
Si 14.124 29.532 0.325
Si 10.97 32.828 0.224
Si 13.377 35.343 39.778
Si 11.127 37.56 39.887
Si 13.139 41.798 39.598
Si 10.546 43.659 0.308
Si 12.535 47.014 40
Si 11.039 48.834 0.243
Si 13.062 52.416 39.745
Si 10.741 54.545 40.029
Si 13.597 57.134 39.87
Si 10.684 60.595 39.848
Si 13.478 64.23 39.636
Si 1.481 1.717 1.399
Si 4.052 4.253 1.435
Si 1.502 6.967 1.301
Si 4.237 9.567 1.507
Si 0.861 11.79 1.605
Si 3.847 14.807 1.404
Si 1.406 17.481 1.076
Si 4.222 20.258 1.363
Si 1.466 23.205 1.396
Si 4.504 25.736 1.488
Si 1.537 28.576 1.508
Si 4.139 31.309 1.497
Si 1.543 33.991 1.176
Si 4.241 36.682 1.464
Si 1.421 39.673 1.268
Si 4.128 42.593 1.406
Si 1.126 45.053 1.572
Si 4.131 47.621 1.475
Si 1.42 50.53 1.156
Si 4.14 53.319 0.885
Si 1.258 56.119 0.931
Si 4.001 58.849 1.301
Si 1.243 61.592 1.129
Si 4.089 64.469 1.023
Si 6.695 1.654 1.198
Si 9.48 4.537 1.162
Si 6.906 6.917 1.555
Si 9.773 9.493 1.339
Si 6.837 12.427 1.27
Si 9.558 15.092 1.35
Si 6.725 17.684 1.67
Si 9.597 20.181 1.468
Si 7.052 23.001 1.451
Si 9.583 25.844 1.202
Si 7.149 28.871 1.416
Si 9.742 31.147 1.328
Si 6.963 33.895 1.367
Si 9.588 36.637 1.359
Si 6.571 39.567 1.292
Si 9.356 42.172 1.56
Si 6.865 45.172 1.366
Si 9.341 48.002 1.611
Si 7.696 51.465 1.279
Si 9.295 53.29 1.446
Si 6.715 56.378 1.029
Si 9.47 59.018 1.146
Si 6.87 61.699 1.133
Si 9.919 64.618 1.551
Si 12.162 1.73 1.204
Si 14.865 4.52 1.179
Si 12.356 7.349 1.137
Si 15.461 10.065 1.615
Si 12.199 12.276 1.615
Si 15.152 14.822 1.38
Si 12.549 17.662 1.295
Si 15.194 20.358 1.408
Si 12.697 23.203 1.073
Si 15.288 25.703 1.503
Si 12.427 28.515 1.467
Si 15.196 31.328 1.298
Si 12.388 34.135 1.515
Si 15.087 36.861 0.831
Si 12.18 39.357 1.034
Si 14.752 42.34 1.291
Si 11.86 45.222 1.41
Si 14.88 48.05 1.27
Si 12.121 50.698 1.17
Si 14.767 53.354 1.17
Si 12.094 56.045 1.291
Si 14.913 58.966 0.85
Si 12.245 61.837 1.044
Si 14.994 64.632 1.404
Si 16.342 3.069 2.56
Si 2.774 0.159 2.617
Si 0.108 8.273 2.759
Si 2.683 5.566 2.774
Si 16.361 13.525 2.904
Si 2.712 10.876 2.761
Si 0.188 18.931 2.62
Si 2.672 16.308 2.752
Si 0.216 24.462 2.914
Si 2.9 21.776 2.643
Si 0.12 29.98 2.804
Si 3.034 27.226 2.755
Si 0.018 35.459 2.387
Si 2.817 32.753 2.788
Si 16.29 40.951 2.621
Si 2.743 38.178 2.636
Si 16.265 46.637 2.695
Si 2.68 43.797 2.823
Si 16.325 51.961 2.453
Si 2.776 49.214 2.604
Si 16.327 57.584 2.344
Si 2.678 54.694 2.332
Si 16.273 62.976 2.54
Si 2.647 60.307 2.531
Si 5.412 2.852 2.755
Si 8.186 0.276 2.535
Si 5.558 8.263 2.901
Si 8.267 5.593 2.831
Si 5.378 13.579 2.733
Si 8.314 10.998 2.64
Si 5.457 19.086 2.958
Si 8.266 16.383 2.839
Si 5.696 24.346 2.858
Si 8.413 21.708 2.826
Si 5.637 30.045 2.794
Si 8.297 27.224 2.704
Si 5.645 35.365 2.777
Si 8.319 32.552 2.73
Si 5.373 41.015 2.723
Si 8.139 38.173 2.584
Si 5.505 46.407 2.87
Si 8.119 43.737 2.798
Si 5.639 52.171 2.373
Si 8.144 49.569 2.772
Si 5.413 57.541 2.63
Si 8.028 54.909 2.53
Si 5.477 63.107 2.421
Si 8.237 60.405 2.606
Si 10.755 3.005 2.574
Si 13.615 0.396 2.678
Si 11.024 8.257 2.818
Si 13.553 5.803 2.608
Si 10.836 13.692 2.845
Si 13.702 10.996 2.914
Si 11.074 18.92 2.744
Si 13.847 16.309 2.728
Si 11.112 24.492 2.494
Si 13.86 21.841 2.711
Si 11.066 29.901 2.786
Si 13.787 27.092 2.755
Si 10.984 35.453 2.823
Si 13.825 32.712 2.674
Si 10.915 40.798 2.597
Si 13.716 38.138 2.44
Si 10.67 46.548 2.9
Si 13.49 43.862 2.604
Si 10.836 52.038 2.713
Si 13.51 49.383 2.646
Si 10.806 57.569 2.519
Si 13.531 54.742 2.637
Si 11.151 63.079 2.769
Si 13.593 60.312 2.348
Si 1.3 4.227 4.093
Si 4.083 1.457 4.101
Si 1.457 9.535 4.212
Si 4.115 6.873 4.161
Si 1.356 14.953 4.174
Si 4.075 12.235 4.145
Si 1.484 20.398 4.011
Si 4.059 17.653 4.177
Si 1.579 25.926 4.152
Si 4.226 23.065 4.156
Si 1.454 31.386 4.173
Si 4.28 28.641 4.147
Si 1.333 36.793 3.928
Si 4.185 34.102 4.147
Si 1.271 42.336 4.057
Si 4.033 39.593 4.062
Si 1.339 47.919 4.033
Si 4.072 45.11 4.215
Si 1.312 53.376 3.804
Si 4.184 50.708 3.831
Si 1.284 58.882 3.846
Si 3.992 56.092 3.869
Si 1.318 64.351 3.905
Si 4.086 61.702 3.832
Si 6.844 4.19 4.102
Si 9.496 1.576 3.999
Si 6.95 9.684 4.148
Si 9.632 6.934 4.172
Si 6.813 14.964 4.094
Si 9.539 12.297 4.198
Si 6.941 20.447 4.195
Si 9.676 17.694 4.201
Si 6.973 25.865 4.139
Si 9.788 23.177 4.05
Si 6.935 31.365 4.206
Si 9.664 28.558 4.138
Si 6.906 36.838 4.093
Si 9.619 34.016 4.111
Si 6.759 42.338 4.137
Si 9.533 39.512 4.008
Si 6.793 47.988 4.076
Si 9.432 45.091 4.228
Si 6.736 53.526 3.963
Si 9.566 50.715 4.196
Si 6.823 58.957 3.945
Si 9.461 56.205 3.916
Si 6.845 64.423 3.879
Si 9.652 61.699 4.006
Si 12.236 4.3 3.964
Si 15.063 1.658 3.987
Si 12.331 9.61 4.205
Si 15.023 6.968 4.074
Si 12.355 15.03 4.112
Si 14.986 12.323 4.333
Si 12.42 20.432 4.051
Si 15.183 17.692 4.097
Si 12.375 25.776 4.095
Si 15.168 23.137 4.195
Si 12.44 31.339 4.078
Si 15.118 28.566 4.129
Si 12.393 36.891 4.027
Si 15.15 34.159 3.98
Si 12.223 42.335 3.961
Si 14.978 39.524 3.96
Si 12.192 47.953 4.073
Si 14.906 45.185 4.025
Si 12.222 53.395 4.054
Si 14.976 50.675 3.971
Si 12.269 58.925 3.817
Si 15.01 56.182 3.828
Si 12.416 64.498 4.096
Si 14.945 61.575 3.893
Si 0.03 0.01 16.359
Si 2.749 2.699 16.364
Si 0.027 5.431 16.381
Si 2.748 8.142 16.383
Si 0.009 10.873 16.354
Si 2.731 13.611 16.363
Si 16.39 16.335 16.401
Si 2.741 19.079 16.413
Si 0.004 21.799 16.403
Si 2.745 24.54 16.383
Si 0.013 27.28 16.401
Si 2.754 30.025 16.399
Si 0.022 32.762 16.403
Si 2.735 35.504 16.389
Si 16.399 38.26 16.387
Si 2.705 41.02 16.371
Si 16.39 43.767 16.371
Si 2.695 46.515 16.355
Si 16.379 49.273 16.354
Si 2.7 52.015 16.331
Si 16.385 54.753 16.311
Si 2.714 57.489 16.306
Si 0.008 60.215 16.299
Si 2.745 62.925 16.332
Si 5.472 0.012 16.339
Si 8.203 2.701 16.35
Si 5.484 5.405 16.369
Si 8.216 8.123 16.382
Si 5.462 10.865 16.394
Si 8.197 13.609 16.407
Si 5.464 16.354 16.376
Si 8.205 19.088 16.377
Si 5.49 21.807 16.386
Si 8.228 24.531 16.406
Si 5.496 27.282 16.381
Si 8.227 30.014 16.391
Si 5.488 32.755 16.4
Si 8.22 35.498 16.387
Si 5.454 38.263 16.379
Si 8.183 41.016 16.384
Si 5.421 43.776 16.362
Si 8.164 46.532 16.34
Si 5.423 49.264 16.32
Si 8.17 52.005 16.286
Si 5.439 54.749 16.309
Si 8.181 57.489 16.304
Si 5.447 60.213 16.314
Si 8.202 62.933 16.316
Si 10.952 0.022 16.337
Si 13.697 2.723 16.373
Si 10.954 5.415 16.359
Si 13.687 8.144 16.364
Si 10.957 10.872 16.388
Si 13.682 13.609 16.383
Si 10.921 16.337 16.394
Si 13.658 19.071 16.411
Si 10.944 21.809 16.404
Si 13.681 24.543 16.415
Si 10.96 27.269 16.412
Si 13.693 30.017 16.41
Si 10.968 32.766 16.392
Si 13.693 35.515 16.397
Si 10.95 38.254 16.39
Si 13.677 41.011 16.38
Si 10.922 43.771 16.37
Si 13.658 46.53 16.354
Si 10.91 49.277 16.324
Si 13.65 52.014 16.313
Si 10.919 54.748 16.28
Si 13.674 57.493 16.286
Si 10.938 60.215 16.307
Si 13.691 62.921 16.332
Si 1.396 1.352 17.758
Si 4.124 4.042 17.734
Si 1.394 6.782 17.758
Si 4.098 9.498 17.761
Si 1.371 12.232 17.704
Si 4.087 14.981 17.713
Si 1.347 17.705 17.754
Si 4.127 20.448 17.757
Si 1.378 23.166 17.744
Si 4.121 25.906 17.725
Si 1.38 28.649 17.757
Si 4.119 31.387 17.776
Si 1.386 34.127 17.778
Si 4.089 36.885 17.75
Si 1.353 39.639 17.753
Si 4.045 42.411 17.743
Si 1.341 45.146 17.751
Si 4.054 47.906 17.712
Si 1.337 50.658 17.728
Si 4.075 53.385 17.695
Si 1.353 56.124 17.678
Si 4.067 58.862 17.685
Si 1.372 61.565 17.689
Si 4.101 64.289 17.722
Si 6.833 1.355 17.73
Si 9.581 4.05 17.708
Si 6.858 6.745 17.743
Si 9.6 9.477 17.728
Si 6.82 12.231 17.753
Si 9.559 14.976 17.769
Si 6.822 17.731 17.719
Si 9.564 20.438 17.75
Si 6.863 23.143 17.761
Si 9.592 25.89 17.78
Si 6.859 28.638 17.756
Si 9.604 31.378 17.744
Si 6.866 34.114 17.762
Si 9.593 36.86 17.752
Si 6.806 39.64 17.752
Si 9.558 42.393 17.746
Si 6.782 45.172 17.714
Si 9.531 47.918 17.7
Si 6.8 50.643 17.662
Si 9.548 53.372 17.638
Si 6.81 56.121 17.673
Si 9.554 58.863 17.666
Si 6.806 61.598 17.674
Si 9.569 64.29 17.697
Si 12.319 1.366 17.728
Si 15.076 4.069 17.754
Si 12.334 6.765 17.717
Si 15.057 9.507 17.712
Si 12.334 12.233 17.74
Si 15.028 14.96 17.767
Si 12.269 17.701 17.757
Si 15.028 20.433 17.767
Si 12.303 23.17 17.773
Si 15.047 25.912 17.775
Si 12.327 28.634 17.775
Si 15.06 31.387 17.775
Si 12.337 34.132 17.763
Si 15.06 36.877 17.777
Si 12.333 39.62 17.755
Si 15.051 42.376 17.754
Si 12.303 45.151 17.727
Si 15.024 47.898 17.74
Si 12.288 50.646 17.69
Si 15.021 53.383 17.683
Si 12.308 56.112 17.63
Si 15.039 58.863 17.662
Si 12.308 61.572 17.691
Si 15.07 64.262 17.725
Si 0.049 2.722 19.137
Si 2.772 0.019 19.154
Si 0.018 8.171 19.092
Si 2.767 5.395 19.102
Si 0.019 13.567 19.084
Si 2.701 10.875 19.093
Si 16.367 19.042 19.132
Si 2.721 16.327 19.083
Si 0.004 24.513 19.109
Si 2.742 21.801 19.104
Si 0.002 29.989 19.141
Si 2.754 27.263 19.089
Si 0.021 35.496 19.154
Si 2.739 32.742 19.154
Si 0.001 40.996 19.155
Si 2.699 38.247 19.117
Si 16.394 46.529 19.133
Si 2.68 43.768 19.151
Si 16.377 52.046 19.099
Si 2.702 49.282 19.1
Si 16.398 57.509 19.035
Si 2.716 54.77 19.066
Si 0.057 62.922 19.102
Si 2.727 60.233 19.085
Si 5.475 2.694 19.128
Si 8.207 0.014 19.102
Si 5.475 8.101 19.09
Si 8.227 5.372 19.107
Si 5.411 13.599 19.08
Si 8.206 10.828 19.06
Si 5.491 19.081 19.119
Si 8.145 16.355 19.084
Si 5.464 24.51 19.074
Si 8.208 21.766 19.151
Si 5.487 29.996 19.127
Si 8.204 27.25 19.126
Si 5.459 35.485 19.088
Si 8.248 32.73 19.124
Si 5.395 41.014 19.097
Si 8.19 38.229 19.078
Si 5.409 46.543 19.096
Si 8.149 43.789 19.064
Si 5.445 51.998 19.046
Si 8.145 49.292 19.063
Si 5.431 57.491 19.035
Si 8.192 54.732 19.007
Si 5.47 62.951 19.094
Si 8.184 60.253 19.021
Si 10.938 2.718 19.095
Si 13.713 0.025 19.088
Si 10.971 8.106 19.087
Si 13.706 5.439 19.108
Si 10.956 13.588 19.089
Si 13.709 10.859 19.087
Si 10.874 19.042 19.117
Si 13.617 16.314 19.106
Si 10.928 24.501 19.165
Si 13.642 21.78 19.131
Si 10.949 30.003 19.12
Si 13.669 27.252 19.161
Si 10.97 35.493 19.134
Si 13.697 32.762 19.141
Si 10.958 41.005 19.093
Si 13.699 38.249 19.151
Si 10.919 46.551 19.055
Si 13.696 43.779 19.094
Si 10.907 52.025 19.032
Si 13.66 49.3 19.088
Si 10.959 57.49 18.983
Si 13.651 54.759 19.032
Si 10.953 62.954 19.057
Si 13.703 60.232 19.054
Si 1.432 4.068 20.521
Si 4.125 1.379 20.56
Si 1.333 9.545 20.485
Si 4.132 6.729 20.471
Si 1.388 14.92 20.436
Si 4.037 12.248 20.458
Si 1.377 20.409 20.443
Si 4.069 17.723 20.421
Si 1.413 25.86 20.432
Si 4.114 23.164 20.459
Si 1.367 31.348 20.518
Si 4.106 28.61 20.475
Si 1.386 36.86 20.529
Si 4.125 34.124 20.495
Si 1.339 42.368 20.559
Si 4.03 39.633 20.484
Si 1.332 47.941 20.504
Si 4.026 45.197 20.495
Si 1.344 53.438 20.46
Si 4.092 50.647 20.453
Si 1.354 58.855 20.434
Si 4.082 56.137 20.446
Si 1.426 64.25 20.524
Si 4.077 61.627 20.462
Si 6.87 4.012 20.497
Si 9.569 1.372 20.475
Si 6.872 9.441 20.426
Si 9.62 6.725 20.45
Si 6.749 15.001 20.407
Si 9.59 12.18 20.392
Si 6.876 20.377 20.547
Si 9.469 17.702 20.489
Si 6.816 25.846 20.446
Si 9.555 23.121 20.544
Si 6.882 31.346 20.486
Si 9.58 28.62 20.479
Si 6.818 36.85 20.44
Si 9.634 34.08 20.497
Si 6.747 42.431 20.421
Si 9.583 39.59 20.414
Si 6.753 47.952 20.456
Si 9.52 45.193 20.395
Si 6.822 53.375 20.389
Si 9.528 50.672 20.403
Si 6.785 58.905 20.354
Si 9.613 56.093 20.315
Si 6.83 64.3 20.498
Si 9.525 61.645 20.398
Si 12.325 4.069 20.448
Si 15.078 1.361 20.488
Si 12.357 9.469 20.428
Si 15.076 6.821 20.464
Si 12.262 14.96 20.5
Si 15.098 12.186 20.467
Si 12.242 20.398 20.463
Si 14.965 17.664 20.476
Si 12.301 25.859 20.535
Si 15.018 23.153 20.477
Si 12.33 31.363 20.476
Si 15.047 28.613 20.528
Si 12.342 36.857 20.519
Si 15.063 34.124 20.527
Si 12.354 42.382 20.444
Si 15.087 39.585 20.546
Si 12.288 47.917 20.434
Si 15.061 45.121 20.512
Si 12.269 53.4 20.401
Si 15.003 50.687 20.485
Si 12.312 58.855 20.367
Si 15.011 56.156 20.378
Si 12.343 64.285 20.443
Si 15.075 61.58 20.461
Si 0.053 0.007 21.87
Si 2.781 2.742 21.972
Si 0.058 5.484 21.816
Si 2.711 8.116 21.74
Si 0.003 10.864 21.98
Si 2.69 13.588 21.906
Si 16.372 16.256 21.734
Si 2.729 19.062 21.822
Si 16.392 21.747 21.785
Si 2.778 24.538 21.836
Si 0.025 27.148 21.805
Si 2.732 29.943 21.86
Si 16.39 32.706 21.901
Si 2.781 35.503 21.892
Si 0.012 38.153 21.974
Si 2.654 40.931 21.941
Si 16.4 43.739 21.972
Si 2.691 46.59 21.913
Si 16.395 49.352 21.885
Si 2.743 52.054 21.793
Si 16.388 54.882 21.798
Si 2.728 57.53 21.836
Si 16.393 60.178 21.847
Si 2.807 62.958 21.974
Si 5.516 0.041 21.951
Si 8.177 2.633 21.923
Si 5.545 5.401 21.86
Si 8.224 8.042 21.808
Si 5.447 10.819 21.678
Si 8.183 13.602 21.617
Si 5.345 16.33 21.804
Si 8.166 18.977 22.019
Si 5.482 21.796 21.806
Si 8.114 24.476 21.857
Si 5.432 27.169 21.813
Si 8.198 29.928 21.879
Si 5.536 32.752 21.822
Si 8.188 35.436 21.779
Si 5.407 38.218 21.773
Si 8.131 40.974 21.636
Si 5.369 43.792 21.841
Si 8.143 46.574 21.767
Si 5.416 49.309 21.916
Si 8.209 52.07 21.799
Si 5.483 54.743 21.766
Si 8.233 57.513 21.544
Si 5.444 60.262 21.781
Si 8.202 62.973 21.873
Si 10.991 0.048 21.802
Si 13.671 2.715 21.817
Si 11.025 5.438 21.861
Si 13.769 8.216 21.854
Si 10.94 10.781 21.746
Si 13.749 13.596 21.759
Si 10.73 16.254 21.826
Si 13.507 18.969 21.821
Si 10.902 21.696 21.902
Si 13.663 24.466 21.913
Si 10.9 27.237 21.866
Si 13.645 29.994 21.875
Si 11.027 32.719 21.891
Si 13.726 35.502 21.93
Si 10.941 38.234 21.843
Si 13.738 41.028 21.866
Si 10.933 43.806 21.673
Si 13.694 46.567 21.806
Si 10.865 49.274 21.767
Si 13.584 52.052 21.826
Si 10.942 54.787 21.79
Si 13.636 57.482 21.769
Si 10.942 60.28 21.649
Si 13.763 63 21.829
Si 1.366 1.35 23.309
Si 4.232 4.104 23.318
Si 1.363 6.883 23.232
Si 4.17 9.375 23.034
Si 1.398 12.22 23.375
Si 4.03 15 23.272
Si 1.287 17.65 23.057
Si 4.163 20.421 23.168
Si 1.416 23.103 23.133
Si 4.124 25.862 23.304
Si 1.367 28.472 23.193
Si 4.195 31.329 23.115
Si 1.416 34.084 23.231
Si 4.167 36.873 23.29
Si 1.344 39.473 23.424
Si 4.045 42.348 23.265
Si 1.395 45.161 23.297
Si 3.952 48.034 23.388
Si 1.362 50.804 23.228
Si 4.107 53.403 23.178
Si 1.312 56.267 23.264
Si 4.144 58.885 23.181
Si 1.43 61.473 23.236
Si 4.185 64.394 23.436
Si 6.853 1.288 23.477
Si 9.634 4.013 23.169
Si 6.922 6.698 23.275
Si 9.61 9.38 23.147
Si 6.757 12.319 22.893
Si 9.292 14.913 23.195
Si 6.644 17.549 23.341
Si 9.592 20.363 23.403
Si 6.787 23.094 23.278
Si 9.404 25.914 23.185
Si 6.794 28.456 23.212
Si 9.619 31.298 23.2
Si 6.882 34.098 23.235
Si 9.519 36.793 23.153
Si 6.8 39.612 23.01
Si 9.499 42.39 22.867
Si 6.742 45.265 23.146
Si 9.504 47.92 23.154
Si 6.896 50.689 23.215
Si 9.587 53.44 23.188
Si 7.012 56.12 22.939
Si 9.496 58.929 22.896
Si 6.761 61.617 23.2
Si 9.593 64.404 23.199
Si 12.373 1.328 23.233
Si 15.037 4.137 23.1
Si 12.43 6.864 23.219
Si 15.023 9.52 23.415
Si 12.355 12.187 22.983
Si 15.173 14.856 23.211
Si 12.049 17.601 23.178
Si 14.959 20.363 23.063
Si 12.276 23.063 23.26
Si 15.139 25.778 23.246
Si 12.324 28.551 23.228
Si 14.99 31.341 23.3
Si 12.438 34.087 23.303
Si 15.065 36.798 23.425
Si 12.337 39.659 23.185
Si 15.084 42.297 23.389
Si 12.275 45.163 23.09
Si 15.035 47.948 23.244
Si 12.163 50.642 23.186
Si 14.906 53.586 23.102
Si 12.224 56.226 23.192
Si 14.957 58.818 23.186
Si 12.313 61.599 23.041
Si 15.126 64.333 23.336
Si 16.331 2.818 24.473
Si 2.73 0.163 24.863
Si 0.063 8.195 24.837
Si 2.813 5.548 24.517
Si 0.066 13.563 24.918
Si 2.988 10.783 24.421
Si 0.001 19.084 24.369
Si 2.548 16.399 24.543
Si 0.113 24.321 24.656
Si 2.837 21.809 24.475
Si 16.398 29.863 24.461
Si 2.701 27.185 24.707
Si 0.123 35.335 24.79
Si 2.901 32.716 24.464
Si 16.347 40.734 24.894
Si 2.84 38.166 24.842
Si 0.022 46.531 24.639
Si 2.734 43.791 24.714
Si 16.372 52.311 24.359
Si 2.612 49.574 24.861
Si 16.261 57.648 24.75
Si 2.741 54.828 24.516
Si 0.086 62.8 24.596
Si 2.8 60.158 24.706
Si 5.481 2.751 24.886
Si 8.396 65.582 24.892
Si 5.47 8.062 24.543
Si 8.338 5.289 24.632
Si 5.76 13.831 24.392
Si 8.017 10.817 24.085
Si 5.372 19.087 24.681
Si 7.345 15.626 24.669
Si 5.472 24.463 24.71
Si 8.107 21.714 24.705
Si 5.365 29.797 24.443
Si 8.031 27.142 24.772
Si 5.617 35.545 24.643
Si 8.23 32.637 24.568
Si 5.566 40.93 24.479
Si 8.081 38.238 24.367
Si 5.377 46.583 24.717
Si 8.21 43.783 24.174
Si 5.609 52.14 24.558
Si 8.198 49.248 24.625
Si 5.711 57.497 24.215
Si 8.371 54.973 24.502
Si 5.599 62.976 24.8
Si 8.179 60.186 24.347
Si 10.998 2.693 24.538
Si 13.756 0.15 24.779
Si 10.947 8.016 24.643
Si 13.823 5.518 24.551
Si 10.792 13.414 24.17
Si 13.569 11.015 24.614
Si 10.779 18.85 24.874
Si 13.553 16.163 24.221
Si 10.671 24.409 24.368
Si 13.84 21.765 24.592
Si 10.84 29.78 24.614
Si 13.809 27.223 24.529
Si 10.87 35.346 24.535
Si 13.827 32.799 24.849
Si 10.805 41.106 24.277
Si 13.597 38.267 24.666
Si 10.893 46.555 24.444
Si 13.577 43.763 24.506
Si 10.794 52.005 24.607
Si 13.547 49.297 24.554
Si 10.79 57.727 24.351
Si 13.545 54.878 24.62
Si 11.003 63.002 24.363
Si 13.514 60.162 24.442
Si 1.32 4.224 25.665
Si 3.577 2.054 26.246
Si 1.893 9.373 25.939
Si 3.942 6.974 26.08
Si 1.575 15.018 26.214
Si 4.795 11.398 25.941
Si 1.373 20.425 25.601
Si 3.479 18.136 25.812
Si 1.678 25.444 26.053
Si 3.94 23.243 26.042
Si 1.546 31.174 25.53
Si 3.722 28.914 25.986
Si 1.7 36.407 26.201
Si 4.029 34.329 25.869
Si 1.616 41.584 26.321
Si 4.218 39.765 26.01
Si 1.282 47.899 26.138
Si 4.472 44.694 25.996
Si 1.067 53.817 25.873
Si 4.473 50.77 26.138
Si 1.295 58.972 26.164
Si 4.571 55.95 25.478
Si 1.552 64.023 26.011
Si 3.866 61.879 26.026
Si 7.29 3.793 26.127
Si 9.661 1.65 26.242
Si 6.576 9.804 25.572
Si 10.046 6.297 25.948
Si 7.495 16.244 27.043
Si 9.726 11.689 25.314
Si 7.003 20.126 26.098
Si 8.375 18.404 26.961
Si 6.834 25.616 26.289
Si 9.137 23.425 25.997
Si 7.02 30.894 25.655
Si 9.249 28.749 26.032
Si 7.024 36.975 26.077
Si 9.745 33.815 25.933
Si 6.881 42.554 25.627
Si 9.671 39.474 25.508
Si 6.512 48.279 26.036
Si 9.629 44.942 25.59
Si 6.781 53.888 25.801
Si 9.411 50.642 26.113
Si 7.086 58.626 25.774
Si 9.459 56.65 25.933
Si 7.528 63.718 26.173
Si 9.643 61.54 25.511
Si 12.367 4.151 25.713
Si 14.743 2.055 26.068
Si 11.652 10.487 25.952
Si 15.462 6.408 26.113
Si 12.33 14.602 25.431
Si 14.553 12.508 26.126
Si 12.637 19.342 26.227
Si 14.273 17.582 25.925
Si 12.264 25.712 25.358
Si 15.56 22.572 26.037
Si 12.256 31.926 26.368
Si 15.071 28.683 26.048
Si 11.882 37.091 25.741
Si 15.786 33.506 26.24
Si 11.759 42.753 25.641
Si 14.783 39.468 26.368
Si 12.387 47.648 25.914
Si 14.664 45.397 25.795
Si 12.43 53.154 25.818
Si 14.765 51.092 25.488
Si 11.722 59.349 25.79
Si 15.104 56.008 26.053
Si 12.6 63.95 25.812
Si 14.773 61.563 25.764
Si 1.451 0.289 30.405
Si 4.331 1.057 29.217
Si 13.266 3.525 29.824
Si 3.776 9.789 30.574
Si 2.358 6.977 36.038
Si 15.71 16.163 28.212
Si 3.454 13.85 28.378
Si 0.009 22.302 32.728
Si 14.974 26.315 30.906
Si 12.162 33.075 35.063
Si 2.82 32.164 29.556
Si 16.168 32.676 29.056
Si 5.175 32.293 27.843
Si 12.514 40.756 28.015
Si 2.392 44.988 33.806
Si 15.999 41.516 33.093
Si 1.509 49.447 29.846
Si 0.564 47.032 29.049
Si 7.76 52.305 28.094
Si 11.984 53.62 28.828
Si 3.282 57.533 27.819
Si 16.301 55.503 30.769
Si 2.382 57.958 34.744
Si 6.198 64.312 31.788
Si 6.045 5.916 28.151
Si 8.796 8.596 30.486
Si 14.748 11.234 29.142
Si 14.324 14.146 30.151
Si 4.569 16.578 28.423
Si 12.495 19.847 28.497
Si 5.176 21.449 28.331
Si 10.96 20.647 37.239
Si 5.177 27.421 28.481
Si 6.953 33.618 29.722
Si 8.831 34.97 27.663
Si 5.602 39.201 27.835
Si 8.26 40.951 27.893
Si 4.912 45.526 28.767
Si 7.704 46.143 27.923
Si 10.998 49.041 28.357
Si 4.273 55.525 29.908
Si 11.524 59.55 32.266
Si 5.143 59.939 28.058
Si 6.041 1.68 31.607
Si 8.679 1.659 30.043
Si 16.05 2.462 28.899
Si 8.214 8.158 27.662
Si 13.714 8.92 30.711
Si 9.772 14.982 31.514
Si 10.339 12.09 27.991
Si 1.972 10.218 33.01
Si 10.529 22.108 28.589
Si 10.999 22.712 32.775
Si 13.794 24.362 27.543
Si 10.987 27.164 27.787
Si 13.969 30.604 28.343
Si 12.728 28.332 30.029
Si 11.921 37.859 28.562
Si 14.105 36.896 30.41
Si 16.37 37.639 28.417
Si 10.524 41.618 30.109
Si 14.832 44.873 28.808
Si 4.788 52.423 28.855
Si 13.132 50.764 29.616
Si 13.042 53.347 33.948
Si 13.813 56.059 29.025
Si 11.291 57.587 28.172
Si 10.315 3.361 33.992
Si 0.666 4.995 29.951
Si 2.534 11.204 28.177
Si 2.793 12.925 34.451
Si 7.469 16.225 33.216
Si 15.928 18.028 32.788
Si 5.669 21.085 31.221
Si 1.026 25.353 32.503
Si 1.882 29.926 31.504
Si 14.631 33.777 33.691
Si 5.956 31.019 32.298
Si 5.85 34.763 36.002
Si 2.439 39.258 35.892
Si 4.035 45.69 31.771
Si 4.898 41.317 32.594
Si 2.894 47.881 33.324
Si 15.725 50.992 28.175
Si 6.813 56.891 31.036
Si 14.241 58.419 32.934
Si 2.382 56.965 31.884
Si 15.84 60.481 31.184
Si 16.34 64.013 28.605
Si 5.541 3.906 33.868
Si 7.171 6.129 30.964
Si 3.095 5.741 33.401
Si 9.168 8.783 34.659
Si 9.6 16.169 35.568
Si 10.405 15.146 27.639
Si 12.543 15.32 35.312
Si 6.968 19.331 33.054
Si 10.58 25.584 32.298
Si 7.151 28.964 30.415
Si 11.177 32.17 32.38
Si 3.743 35.609 33.879
Si 10.136 36.041 30.12
Si 5.203 39.081 30.776
Si 12.65 47.865 32.608
Si 9.569 47.077 30.107
Si 9.818 46.47 32.9
Si 2.78 51.764 30.823
Si 9.47 53.265 30.357
Si 2.338 59.913 32.388
Si 6.566 59.856 30.84
Si 4.827 61.873 32.36
Si 11.34 1.142 29.035
Si 14.36 6.282 29.121
Si 1.439 0.91 33.525
Si 11.146 9.551 32.332
Si 8.681 12.509 30.347
Si 12.034 15.996 29.957
Si 9.741 19.434 29.583
Si 14.464 18.132 30.039
Si 11.3 24.772 29.431
Si 16.017 26.495 27.958
Si 0.014 32.247 32.027
Si 12.636 34.601 31.383
Si 0.994 40.447 29.154
Si 11.168 43.867 31.986
Si 15.906 42.455 30.453
Si 12.525 45.946 30.453
Si 3.113 47.499 28.291
Si 10.109 53.176 33.204
Si 0.845 53.368 28.815
Si 13.88 50.525 32.563
Si 16.202 60.891 28.197
Si 15.864 61.759 36.838
Si 13.109 64.214 28.782
Si 2.413 7.301 30.657
Si 0.86 64.293 35.781
Si 15.873 10.626 36.437
Si 0.648 3.901 32.932
Si 16.386 13.613 35.128
Si 3.834 19.247 29.826
Si 3.074 27.538 36.034
Si 1.8 19.796 31.965
Si 14.37 30.222 37.477
Si 0.585 29.459 36.166
Si 1.181 34.033 34.145
Si 15.886 44.06 34.804
Si 4.627 33.794 31.388
Si 5.078 43.985 33.997
Si 15.999 51.612 35.387
Si 3.893 49.442 37.661
Si 13.157 62.152 31.112
Si 0.299 54 33.587
Si 14.036 58.155 35.822
Si 3.273 62.835 37.108
Si 3.709 1.941 35.431
Si 6.932 65.1 28.996
Si 0.171 9.664 30.867
Si 6.705 10.645 34.504
Si 5.628 12.295 30.183
Si 9.762 20.003 32.568
Si 3.086 27.238 30.961
Si 4.347 20.837 33.61
Si 3.948 28.919 33.289
Si 3.806 38.694 33.373
Si 7.159 36.567 37.961
Si 4.842 44.164 36.837
Si 9.593 40.229 35.246
Si 9.398 43.848 37.558
Si 7.695 54.455 32.373
Si 5.91 52.694 34.218
Si 9.234 58.568 30.311
Si 7.519 52.64 37.004
Si 5.232 60.552 37.419
Si 10.662 61.121 34.772
Si 9.406 4.125 31.394
Si 12.234 4.78 32.397
Si 7.028 8.384 32.733
Si 15.346 4.638 36.738
Si 10.114 12.342 32.829
Si 14.73 15.168 33.179
Si 12.007 20.608 34.388
Si 7.233 29.423 37.5
Si 13.749 23.859 32.241
Si 10.045 29.401 31.299
Si 8.34 27.548 32.636
Si 7.848 35.571 33.753
Si 9.807 37.69 37.002
Si 14.288 39.89 34.652
Si 7.8 37.392 31.496
Si 9.788 46.521 35.904
Si 12.011 42.052 34.476
Si 10.232 52.357 36.02
Si 14.656 46.726 34.768
Si 8.712 57.919 36.965
Si 14.711 55.824 34.157
Si 12.18 63.332 33.612
Si 11.549 64.691 35.975
Si 1.984 4.051 37.152
Si 5.284 65.071 36.832
Si 2.262 9.603 37.651
Si 0.072 8.255 34.599
Si 15.309 18.878 37.293
Si 3.567 12.549 37.453
Si 1.583 20.172 37.945
Si 12.774 26.092 34.279
Si 15.705 25.958 37.576
Si 4.443 23.577 38.275
Si 1.551 25.003 35.546
Si 2.638 37.458 38.244
Si 5.352 31.895 37.181
Si 2.05 41.797 31.416
Si 0.057 43.08 37.482
Si 1.36 47.987 38.152
Si 2.275 45.168 37.656
Si 4.224 50.359 34.748
Si 13.051 62.182 35.95
Si 4.184 57.597 37.196
Si 0.322 59.023 36.86
Si 8.038 4.563 35.597
Si 7.805 60.607 35.839
Si 6.139 11.304 37.372
Si 9.128 6.997 37.332
Si 8.988 12.436 38.136
Si 5.68 13.449 33.183
Si 2.772 22.167 36.006
Si 9.752 17.825 38.148
Si 3.791 27.988 38.794
Si 9.377 23.215 37.408
Si 8.125 27.181 35.634
Si 4.402 41.193 37.323
Si 8.22 32.88 32.303
Si 10.102 39.385 32.339
Si 7.629 41.332 37.319
Si 12.41 43.213 37.117
Si 9.022 48.404 38.101
Si 3.114 52.839 33.776
Si 9.287 54.967 37.278
Si 8.656 2.209 37.413
Si 6.295 63.036 34.473
Si 11.363 2.036 36.28
Si 14.044 2.757 37.15
Si 10.383 13.281 35.657
Si 14.723 5.83 33.895
Si 15.185 15.87 36.974
Si 6.975 24.828 37.276
Si 15.1 20.385 34.666
Si 14.579 28.171 35.518
Si 10.773 25.905 36.647
Si 10.795 35.861 34.773
Si 12.91 32.793 37.921
Si 12.769 37.774 33.193
Si 2.125 32.121 36.566
Si 16.151 40.628 37.128
Si 12.694 46.242 37.001
Si 13.196 52.047 36.57
Si 0.052 49.056 33.934
Si 11.762 58.607 37.773
Si 0.487 52.593 38.098
Si 9.214 64.895 37.689
Si 15.464 0.234 37.747
O 14.782 1.336 36.762
O 16.064 0.996 39.062
O 4.005 1.724 39.284
O 2.144 3.677 38.747
O 0.78 6.221 40.02
O 0.472 4.049 36.532
O 2.855 8.409 36.672
O 2.382 8.939 39.128
O 14.004 12.402 39.188
O 14.503 10.651 37.322
O 1.339 12.46 0.135
O 2.947 13.596 38.527
O 15.66 15.834 38.542
O 15.249 17.441 36.516
O 2.902 19.408 38.548
O 0.447 19.021 37.794
O 15.356 22.891 39.444
O 1.034 21.27 39.023
O 5.415 24.415 37.261
O 0.225 26.673 38.722
O 15.263 28.389 0.09
O 1.912 24.238 0.131
O 2.932 29.392 38.926
O 4.143 27.894 37.188
O 1.433 32.451 38.019
O 15.908 31.951 39.917
O 2.847 35.866 38.558
O 4.24 33.995 39.572
O 15.9 39.848 38.585
O 1.175 37.805 38.86
O 1.17 41.323 32.713
O 1.388 42.322 39.795
O 15.837 43.686 38.88
O 1.582 43.726 37.337
O 2.89 45.189 39.192
O 1.949 47.64 39.668
O 16.195 51.203 38.656
O 15.233 49.019 39.996
O 3.564 50.6 38.759
O 1.987 52.694 38.72
O 16.176 54.016 38.476
O 2.958 57.765 38.282
O 1.885 53.868 33.931
O 2.475 62.494 38.482
O 1.266 64.539 39.634
O 16.175 63.062 35.891
O 0.722 59.242 38.449
O 5.912 0.14 38.209
O 6.82 60.899 37.12
O 7.127 61.641 34.742
O 8.163 2.621 38.876
O 6.429 4.643 39.449
O 4.386 6.872 39.553
O 8.271 7.819 38.473
O 7.198 9.506 0.178
O 5.566 10.371 38.569
O 5.914 10.577 35.926
O 8.42 13.904 38.568
O 10.186 12.462 37.036
O 6.511 15.39 39.584
O 4.416 17.416 39.491
O 6.918 20.286 39.542
O 8.49 18.078 39.141
O 5.346 22.419 39.019
O 3.396 22.744 37.374
O 9.261 23.295 39.052
O 2.988 26.574 39.177
O 3.751 28.111 34.671
O 5.729 26.339 0.459
O 8.308 30.185 38.491
O 6.693 28.176 38.435
O 5.65 32.033 38.779
O 6.013 33.185 36.398
O 6.501 37.578 39.048
O 8.058 35.421 38.68
O 3.87 38.303 38.963
O 3.602 41.073 38.751
O 8.326 40.678 38.663
O 8.193 40.676 35.933
O 6.75 42.417 39.83
O 4.898 48.307 38.325
O 6.031 41.003 37.406
O 9.302 47.931 36.568
O 6.728 53.252 32.919
O 5.883 49.998 39.997
O 8.479 47.026 38.823
O 7.842 49.53 38.261
O 4.747 54.202 39.599
O 5.082 56.336 37.826
O 9.316 63.413 0.604
O 7.851 57.978 38.342
O 5.018 60.781 39.005
O 15.214 58.405 36.912
O 8.239 63.707 38.29
O 9.446 61.394 39.037
O 6.967 63.809 33.166
O 10.269 65.457 38.806
O 12.668 2.988 36.267
O 13.718 2.645 38.742
O 12.117 4.634 39.318
O 10.398 6.368 38.197
O 14.958 7.626 39.515
O 12.007 10.698 38.7
O 9.65 11.769 39.461
O 9.381 14.565 35.778
O 12.397 14.738 39.567
O 10.838 16.77 38.764
O 9.196 17.151 36.786
O 10.532 20.927 0.305
O 14.263 18.917 38.548
O 7.46 25.172 38.808
O 11.998 21.423 38.231
O 14.55 25.076 38.358
O 12.189 25.916 35.805
O 10.708 26.729 38.064
O 11.85 27.726 0.102
O 13.596 29.765 38.823
O 11.984 32.182 39.125
O 9.824 33.822 39.556
O 9.396 36.007 33.952
O 12.227 36.449 39.313
O 10.295 37.988 38.522
O 10.674 41.433 35.158
O 10.608 36.446 36.286
O 12.884 40.183 39.795
O 14.876 40.21 36.142
O 9.558 44.243 39.144
O 11.756 42.635 39.885
O 12.471 47.085 38.359
O 12.834 44.716 37.537
O 14.113 46.833 0.423
O 10.376 49.046 38.753
O 13.534 52.124 38.158
O 15.275 49.753 32.991
O 11.841 53.486 39.4
O 10.009 55.285 38.715
O 12.513 57.45 38.658
O 14.731 56.054 39.264
O 11.717 59.941 38.716
O 12.517 63.558 36.659
O 13.084 62.614 39.794
O 14.429 64.661 38.303
O 2.358 3.184 26.502
O 0.291 5.322 26.455
O 5.338 65.424 28.928
O 4.07 1.82 27.813
O 1.473 10.44 27.185
O 2.902 8.186 26.611
O 4.582 6.198 27.438
O 16.194 10.53 29.525
O 0.698 15.844 27.393
O 3.308 9.859 32.141
O 3.982 11.182 27.378
O 0.349 21.456 26.496
O 2.335 19.263 26.385
O 3.955 17.192 27.059
O 3.689 15.332 29.029
O 0.873 23.699 32.471
O 1.018 25.78 27.548
O 4.455 22.656 27.511
O 2.859 24.387 26.534
O 0.481 32.246 26.278
O 1.378 32.491 28.907
O 4.369 28.355 27.404
O 2.525 30.042 26.365
O 0.974 36.576 27.698
O 2.905 35.323 26.571
O 6.11 32.367 29.156
O 4.88 33.738 27.154
O 1.168 41.435 27.881
O 2.596 44.964 32.164
O 3.152 41.024 26.3
O 1.679 43.177 25.888
O 2.089 46.427 29.029
O 0.33 47.75 27.567
O 4.654 47.151 28.624
O 3.99 44.821 27.613
O 16.295 54.896 26.311
O 1.644 53.365 27.382
O 4.237 51.882 27.392
O 5.47 49.483 26.59
O 0.895 60.195 27.216
O 1.785 57.777 27.234
O 5.798 60.314 29.492
O 4.222 57.08 26.597
O 0.674 64.645 27.287
O 0.703 64.519 29.961
O 4.531 61.304 27.427
O 2.735 62.983 26.596
O 6.71 4.594 27.458
O 10.641 1.166 27.527
O 8.515 2.788 26.717
O 7.821 9.271 26.554
O 5.112 10.729 30.397
O 9.413 7.13 27.236
O 8.68 9.068 28.945
O 8.78 15.307 27.561
O 6.13 16.138 28.046
O 11.62 8.837 25.98
O 9.149 12.06 26.859
O 6.423 20.914 27.451
O 9.663 18.161 25.939
O 8.765 18.602 28.586
O 9.523 19.158 31.182
O 8.017 24.48 26.738
O 5.936 26.203 27.614
O 9.764 21.715 36.902
O 11.741 20.146 35.909
O 5.956 31.345 26.816
O 8.153 29.955 26.433
O 9.819 28.276 27.545
O 6.12 37.75 27.232
O 8.312 36.353 26.928
O 11.776 30.464 25.809
O 10.941 32.862 26.586
O 5.686 43.586 26.075
O 7.771 42.224 26.995
O 10.668 38.2 25.781
O 9.153 39.953 26.981
O 7.25 47.609 27.363
O 10.764 43.943 26.28
O 8.643 45.452 26.803
O 7.625 53.682 27.232
O 5.522 54.859 26.304
O 10.482 50.159 27.288
O 8.077 51.168 26.962
O 8.2 57.604 26.492
O 6.251 59.315 27.027
O 10.485 56.452 27.258
O 12.446 56.974 29.174
O 5.077 2.044 30.318
O 7.239 64.127 27.751
O 8.637 62.479 26.47
O 4.988 63.236 31.451
O 11.221 5.199 26.495
O 12.045 2.603 29.272
O 1.584 0.302 32.025
O 15.684 1.826 27.437
O 12.635 9.03 31.939
O 11.551 11.06 27.542
O 14.755 6.743 27.597
O 13.594 7.494 29.913
O 11.071 16.21 28.672
O 11.192 15.495 26.249
O 14.76 11.675 27.572
O 13.376 13.685 26.394
O 10.067 22.623 27.114
O 9.501 21.005 29.193
O 14.472 16.531 27.201
O 15.769 18.251 25.697
O 12.883 24.403 26.198
O 11.47 26.825 26.284
O 14.698 25.707 27.444
O 14.796 23.068 27.446
O 12.882 31.73 27.884
O 13.394 29.758 29.623
O 16.029 27.92 27.173
O 14.197 29.703 26.997
O 12.174 36.779 27.359
O 10.661 37.477 29.536
O 15.611 33.751 27.928
O 13.236 37.923 29.507
O 12.012 41.901 27.008
O 12.029 41.334 29.485
O 14.066 40.462 27.535
O 15.366 38.175 27.233
O 11.737 47.917 27.422
O 13.582 46.56 26.254
O 15.088 44.663 27.228
O 15.037 43.445 29.543
O 11.665 53.62 27.229
O 13.984 50.911 30.997
O 15.894 50.598 26.611
O 13.663 52.103 26.265
O 12.144 58.572 27.184
O 10.693 60.554 26.378
O 14.503 56.395 27.57
O 13.299 54.518 29.103
O 10.126 0.889 30.13
O 12.215 64.096 27.418
O 14.834 60.911 27.309
O 13.809 62.862 25.952
O 2.949 0.432 29.796
O 14.736 64.395 28.604
O 2.886 1.361 34.137
O 1.926 6.041 29.712
O 0.518 1.477 29.835
O 0.509 3.861 28.785
O 1.336 8.907 33.759
O 5.207 12.652 37.47
O 3.771 8.159 30.215
O 4.792 13.082 29.015
O 15.744 17.456 29.242
O 14.531 12.546 30.094
O 4.34 17.73 29.548
O 4.092 20.233 28.548
O 15.956 28.926 34.98
O 16.108 21.628 34.227
O 2.28 25.904 31.553
O 16.087 26.231 32.113
O 1.248 32.998 32.844
O 0.426 30.677 31.708
O 3.405 33.485 30.342
O 2.785 30.927 30.608
O 3.76 31.677 28.326
O 15.374 31.266 28.823
O 4.469 34.909 35.156
O 5.886 34.497 30.603
O 15.735 42.527 34.323
O 11.74 39.329 27.908
O 5.648 42.555 33.381
O 1.075 42.961 30.718
O 3.472 43.883 34.336
O 15.987 40.943 29.83
O 2.769 48.976 28.902
O 2.06 50.318 31.11
O 2.796 47.36 26.683
O 0.582 48.162 30.259
O 8.186 54.178 30.828
O 4.419 53.975 29.362
O 14.268 50.399 28.526
O 0.47 54.828 29.399
O 3.928 58.904 28.389
O 0.933 56.679 31.205
O 12.684 58.427 32.474
O 2.442 59.437 33.976
O 0.202 62.414 28.563
O 0.851 65.261 34.436
O 5.95 2.856 32.702
O 5.577 0.19 32.12
O 6.869 7.288 27.889
O 4.516 4.979 33.194
O 6.342 7.049 32.065
O 6.124 5.674 29.788
O 2.654 10.401 29.577
O 5.359 12.97 25.822
O 10.499 13.91 32.536
O 10.976 16.032 31.203
O 2.971 14.288 26.834
O 5.592 13.143 31.581
O 11.3 19.037 29.293
O 5.722 21.931 29.824
O 7.054 20.401 31.766
O 10.241 24.132 32.964
O 5.638 19.83 33.925
O 4.038 26.948 29.625
O 6.418 28.295 29.124
O 5.054 32.362 32.074
O 8.122 32.995 30.676
O 10.015 35.081 28.807
O 7.516 34.397 28.433
O 4.717 39.061 29.217
O 3.923 38.585 31.72
O 9.234 41.442 29.113
O 6.892 40.14 28.284
O 6.431 45.211 28.327
O 4.554 45.169 30.317
O 9.003 47.17 31.654
O 8.479 46.206 29.33
O 10.702 54.139 29.725
O 6.381 52.114 28.924
O 5.799 56.138 29.989
O 6.165 58.355 31.399
O 11.837 61.118 35.891
O 11.592 53.785 33.37
O 3.288 56.325 28.893
O 2.689 58.55 31.524
O 7.192 64.398 30.475
O 3.444 61.071 32.085
O 13.511 3.141 26.524
O 9.144 3.266 29.994
O 13.356 4.981 29.068
O 14.665 2.725 29.705
O 8.459 6.996 30.416
O 7.68 9.254 31.494
O 11.197 11.199 32.384
O 15.17 9.059 31.442
O 7.199 12.238 29.742
O 13.604 10.133 29.599
O 10.842 13.634 28.033
O 12.768 14.536 29.848
O 2.234 12.763 28.657
O 12.045 21.448 28.561
O 13.909 19.5 29.31
O 12.965 20.85 25.635
O 12.377 23.01 31.924
O 10.42 19.285 37.927
O 13.829 27.501 30.932
O 12.773 24.443 28.811
O 12.322 27.596 28.629
O 10.431 25.794 28.491
O 10.772 30.816 31.598
O 9.409 28.798 32.688
O 13.631 34.627 32.704
O 13.595 35.321 30.247
O 15.62 37.033 29.769
O 0.934 38.879 28.832
O 11.205 35.464 31.249
O 10.991 46.28 30.053
O 12.489 44.718 31.539
O 10.051 44.879 32.615
O 13.184 47.264 31.177
O 15.9 45.913 29.456
O 13.354 45.473 29.143
O 9.037 54.417 33.315
O 12.033 49.581 29.504
O 12.322 52.128 29.353
O 8.976 52.264 29.18
O 11.611 51.546 36.431
O 10.336 58.804 31.472
O 14.869 56.18 30.293
O 12.19 60.852 31.474
O 10.118 58.439 28.952
O 10.797 62.463 33.827
O 11.892 0.532 36.592
O 11.785 3.987 33.736
O 1.922 4.62 33.687
O 4.844 3.02 35.023
O 0.813 10.711 31.962
O 0.723 10.052 37.323
O 1.167 8.374 30.688
O 1.395 13.759 34.293
O 3.096 13.067 36.016
O 8.479 15.812 32.015
O 15.343 14.834 29.078
O 2.339 19.48 30.44
O 15.591 18.971 34.05
O 2.989 20.09 33.057
O 6.769 17.685 32.865
O 14.179 24.891 31.049
O 14.904 22.711 32.259
O 15.884 26.547 29.576
O 2.57 29.762 32.982
O 11.9 32.696 36.62
O 16.009 34.533 34.185
O 6.228 30.22 30.905
O 2.127 35.358 33.957
O 3.75 31.879 36.762
O 8.752 29.431 30.247
O 4.205 37.18 33.872
O 4.704 40.063 33.657
O 3.773 40.106 36.301
O 0.957 44.541 34.33
O 5.195 45.18 32.856
O 5.773 44.347 35.459
O 2.687 46.545 34.261
O 0.583 50.379 28.939
O 3.912 48.959 33.993
O 15.828 52.58 28.556
O 2.968 51.425 34.602
O 3.517 55.865 31.366
O 6.956 55.914 32.358
O 0.896 60.612 31.952
O 8.33 57.193 30.471
O 16.063 60.099 29.611
O 16.056 61.688 38.48
O 14.271 61.469 36.689
O 4.295 64.006 37.536
O 4.145 61.518 36.637
O 2.712 6.64 32.112
O 9.447 4.5 34.77
O 7.972 4.886 31.665
O 8.203 5.808 36.648
O 3.23 6.735 34.681
O 7.639 1.551 31.294
O 8.195 7.808 33.745
O 6.073 9.463 33.523
O 8.472 16.543 34.458
O 6.43 14.924 33.436
O 9.768 11.675 29.468
O 8.518 19.608 33.594
O 9.964 21.6 32.157
O 11.234 16.344 35.298
O 4.907 21.887 32.442
O 1.93 28.44 30.771
O 9.134 26.255 32.061
O 8.01 28.675 36.269
O 5.206 29.986 33.339
O 7.129 27.839 31.602
O 1.626 28.23 36.38
O 9.773 32.909 32.718
O 11.896 31.975 33.852
O 7.561 34.195 32.956
O 4.211 34.875 32.508
O 8.595 36.173 30.708
O 9.004 38.458 31.617
O 8.095 42.911 37.261
O 5.648 40.596 31.312
O 10.506 43.147 30.685
O 13.088 40.89 34.195
O 11.187 47.315 32.945
O 9.765 48.47 29.279
O 9.174 46.577 34.385
O 4.131 51.459 29.988
O 5.528 51.1 34.054
O 9.919 52.104 34.421
O 8.918 51.777 36.805
O 4.503 53.545 34.284
O 2.23 56.864 33.524
O 10.265 53.984 36.356
O 9.348 61.086 35.707
O 8.17 59.822 30.457
O 6.12 60.905 32.011
O 8 58.935 35.838
O 10.782 5.095 31.556
O 13.073 3.798 31.421
O 10.242 8.955 31.11
O 14.627 5.464 35.494
O 0.561 2.309 33.369
O 10.557 9.049 33.796
O 9.586 3.002 32.585
O 9.139 14.089 30.29
O 13.298 15.572 33.874
O 14.619 14.713 31.639
O 15.241 13.852 33.995
O 11.447 22.14 34.239
O 14.93 18.441 31.561
O 10.487 23.379 29.609
O 16.216 14.832 36.212
O 11.528 26.465 33.291
O 11.393 25.465 30.9
O 15.088 32.353 32.987
O 1.938 23.423 35.348
O 11.298 28.472 30.813
O 6.144 30.485 36.843
O 13.664 38.407 34.407
O 15.994 33.057 30.656
O 15.157 42.23 31.88
O 2.199 40.657 30.251
O 13.808 37.339 31.978
O 15.466 40.054 33.526
O 14.884 45.202 34.221
O 3.546 42.055 31.986
O 12.694 43.097 35.51
O 11.629 42.782 33.087
O 1.427 48.62 33.147
O 9.949 52.469 31.726
O 13.583 47.377 33.794
O 13.157 53.38 35.59
O 14.865 56.924 32.968
O 13.444 51.872 33.371
O 13.931 54.594 33.444
O 15.117 59.223 31.871
O 14.76 61.744 31.291
O 13.418 62.579 34.397
O 11.848 64.756 34.349
O 12.891 62.823 29.643
O 7.84 0.876 28.846
O 2.546 5.601 36.928
O 15.641 4.627 33.272
O 2.306 63.523 35.956
O 1.174 58.063 35.853
O 15.388 5.542 38.096
O 16.21 12.132 35.831
O 0.766 7.232 35.686
O 2.729 2.782 36.417
O 0.895 4.143 31.335
O 13.207 17.094 30.113
O 15.018 20.144 36.276
O 1.215 25.671 34.088
O 1.061 18.396 32.388
O 13.529 24.751 33.645
O 0.278 25.083 36.576
O 13.79 27.388 34.321
O 0.773 21.096 31.901
O 12.121 33.039 31.34
O 1.739 33.313 35.51
O 15.986 29.848 37.43
O 2.821 25.914 36.038
O 1.472 30.785 35.863
O 13.746 33.486 35.019
O 15.606 43.955 36.384
O 13.306 42.132 37.975
O 2.58 37.8 36.646
O 1.112 40.068 36.376
O 3.679 47.313 31.959
O 3.641 45.279 36.757
O 0.341 50.195 35.066
O 1.778 52.708 29.976
O 4.558 50.077 36.315
O 1.224 46.439 37.481
O 2.508 48.714 37.22
O 14.354 59.023 34.455
O 13.975 56.553 35.419
O 16.352 54.375 32.007
O 0.393 65.263 36.993
O 0.316 60.524 36.19
O 16.175 55.22 34.551
O 4.461 0.646 36.069
O 7.832 3.114 36.327
O 6.142 64.147 35.708
O 6.782 4.721 34.558
O 15.656 9.525 35.234
O 3.097 10.996 37.607
O 4.106 13.505 33.665
O 7.723 11.59 37.556
O 2.445 11.372 34.048
O 6.485 12.18 33.909
O 11.92 13.798 35.43
O 13.629 15.463 36.545
O 4.133 27.811 32.097
O 4.826 19.713 31.01
O 3.914 21.66 34.947
O 7.926 23.601 36.737
O 2.443 39.004 34.258
O 7.421 31.547 32.853
O 5.883 35.799 37.265
O 6.508 38.078 30.793
O 4.182 42.681 36.734
O 5.584 44.261 38.312
O 9.331 39.771 33.716
O 10.326 40.673 31.405
O 10.791 43.043 37.28
O 3.215 52.473 32.198
O 6.757 52.879 35.588
O 3.642 57.413 35.65
O 16.012 52.569 34.029
O 7.917 54.113 37.584
O 5.043 58.981 37.061
O 10.849 59.894 33.72
O 4.857 62.426 33.915
O 10.549 2.003 34.848
O 10.262 2.548 37.365
O 12.466 65.603 29.391
O 15.693 5.886 30.001
O 9.512 8.054 36.094
O 8.277 10.181 34.778
O 15.445 7.308 33.745
O 13.307 5.894 33.015
O 8.757 12.048 31.933
O 15.744 16.46 33.214
O 9.941 12.289 34.439
O 13.596 20.639 34.08
O 11.176 19.632 33.348
O 7.111 26.137 36.34
O 9.649 26.604 35.683
O 14.943 27.066 36.659
O 10.47 24.325 36.913
O 11.143 34.293 34.783
O 7.684 27.282 34.078
O 13.695 29.383 36.213
O 14.169 31.842 37.452
O 7.208 36.81 32.906
O 7.14 35.306 35.172
O 11.991 36.558 33.934
O 13.486 34.258 38.468
O 8.182 37.414 36.992
O 10.193 38.989 36.097
O 11.581 38.734 32.586
O 11.432 46.439 35.96
O 9.226 45.187 36.647
O 12.627 49.485 32.665
O 6.634 51.837 38.108
O 14.061 46.738 36.28
O 15.97 47.682 34.675
O 8.856 56.343 36.494
O 10.239 58.36 37.287
O 14.477 51.216 35.921
O 0.45 52.461 36.478
O 8.417 0.613 37.135
O 10.011 64.293 36.372
O 12.627 58.661 36.399
O 12.694 63.405 32.085
O 1.873 20.887 36.494
Si 16.392 0.15 5.3
Si 2.69 2.827 5.42
Si 16.359 5.578 5.46
Si 2.788 8.197 5.581
Si 0.04 10.916 5.547
Si 2.756 13.621 5.526
Si 0.042 16.34 5.547
Si 2.758 19.077 5.511
Si 0.132 21.731 5.476
Si 2.877 24.496 5.492
Si 0.132 27.254 5.495
Si 2.847 29.996 5.489
Si 0.052 32.791 5.442
Si 2.739 35.505 5.398
Si 16.39 38.19 5.348
Si 2.662 40.969 5.43
Si 16.308 43.767 5.378
Si 2.666 46.539 5.445
Si 16.346 49.291 5.357
Si 2.716 52.025 5.219
Si 16.372 54.78 5.217
Si 2.653 57.502 5.229
Si 16.339 60.229 5.264
Si 2.703 62.989 5.28
Si 5.484 0.07 5.377
Si 8.184 2.837 5.472
Si 5.488 5.513 5.49
Si 8.249 8.279 5.517
Si 5.504 10.95 5.516
Si 8.172 13.657 5.53
Si 5.487 16.325 5.501
Si 8.285 19.064 5.529
Si 5.571 21.771 5.568
Si 8.375 24.507 5.466
Si 5.599 27.237 5.507
Si 8.307 29.956 5.506
Si 5.541 32.745 5.525
Si 8.266 35.453 5.454
Si 5.466 38.227 5.407
Si 8.193 40.94 5.412
Si 5.421 43.706 5.528
Si 8.105 46.565 5.486
Si 5.395 49.342 5.382
Si 8.116 52.139 5.384
Si 5.343 54.805 5.34
Si 8.147 57.558 5.331
Si 5.413 60.312 5.266
Si 8.193 63.044 5.299
Si 10.904 0.181 5.35
Si 13.628 2.927 5.363
Si 10.958 5.546 5.498
Si 13.706 8.259 5.537
Si 10.944 10.959 5.544
Si 13.629 13.707 5.606
Si 11.024 16.342 5.548
Si 13.783 19.076 5.442
Si 11.067 21.786 5.46
Si 13.759 24.491 5.512
Si 11.046 27.2 5.477
Si 13.762 29.971 5.482
Si 11.039 32.7 5.458
Si 13.748 35.491 5.387
Si 10.961 38.217 5.4
Si 13.627 40.964 5.332
Si 10.892 43.686 5.432
Si 13.574 46.551 5.411
Si 10.89 49.293 5.505
Si 13.636 52.039 5.38
Si 10.835 54.819 5.328
Si 13.628 57.534 5.228
Si 10.958 60.242 5.318
Si 13.702 62.986 5.346
Si 1.346 1.432 6.752
Si 4.09 4.139 6.809
Si 1.358 6.854 6.872
Si 4.157 9.58 6.895
Si 1.395 12.279 6.907
Si 4.125 14.987 6.886
Si 1.402 17.722 6.888
Si 4.152 20.42 6.881
Si 1.463 23.146 6.838
Si 4.209 25.885 6.865
Si 1.463 28.649 6.859
Si 4.172 31.378 6.873
Si 1.412 34.147 6.815
Si 4.098 36.873 6.789
Si 1.315 39.574 6.77
Si 4.032 42.325 6.828
Si 1.295 45.126 6.767
Si 4.052 47.931 6.767
Si 1.353 50.675 6.672
Si 4.021 53.384 6.681
Si 1.32 56.129 6.63
Si 4.045 58.883 6.607
Si 1.334 61.591 6.634
Si 4.082 64.309 6.698
Si 6.828 1.421 6.779
Si 9.58 4.168 6.829
Si 6.864 6.882 6.842
Si 9.601 9.597 6.911
Si 6.837 12.3 6.909
Si 9.592 15 6.874
Si 6.872 17.704 6.858
Si 9.663 20.456 6.848
Si 6.956 23.184 6.854
Si 9.672 25.886 6.872
Si 6.928 28.622 6.881
Si 9.659 31.359 6.846
Si 6.893 34.135 6.858
Si 9.62 36.849 6.802
Si 6.825 39.592 6.795
Si 9.536 42.325 6.803
Si 6.779 45.136 6.835
Si 9.516 47.901 6.834
Si 6.785 50.701 6.741
Si 9.51 53.457 6.749
Si 6.766 56.167 6.678
Si 9.562 58.886 6.685
Si 6.818 61.637 6.652
Si 9.564 64.369 6.703
Si 12.297 1.5 6.731
Si 15.008 4.194 6.802
Si 12.331 6.879 6.87
Si 15.07 9.585 6.918
Si 12.291 12.306 6.929
Si 15.058 15.027 6.924
Si 12.393 17.747 6.855
Si 15.124 20.422 6.852
Si 12.392 23.141 6.871
Si 15.13 25.892 6.842
Si 12.382 28.612 6.837
Si 15.105 31.397 6.815
Si 12.379 34.128 6.791
Si 15.062 36.863 6.788
Si 12.292 39.621 6.765
Si 14.977 42.351 6.741
Si 12.248 45.118 6.774
Si 14.989 47.908 6.75
Si 12.292 50.679 6.79
Si 15.031 53.434 6.672
Si 12.27 56.169 6.648
Si 14.993 58.861 6.649
Si 12.31 61.613 6.69
Si 15.065 64.358 6.694
Si 16.381 2.784 8.126
Si 2.725 0.052 8.091
Si 0.019 8.205 8.258
Si 2.733 5.477 8.198
Si 0.023 13.645 8.26
Si 2.772 10.921 8.256
Si 0.047 19.078 8.255
Si 2.768 16.36 8.246
Si 0.084 24.519 8.204
Si 2.804 21.803 8.238
Si 0.07 30.031 8.192
Si 2.82 27.265 8.214
Si 0.03 35.51 8.175
Si 2.777 32.771 8.192
Si 16.361 40.985 8.123
Si 2.721 38.245 8.154
Si 16.346 46.518 8.123
Si 2.671 43.75 8.144
Si 16.383 52.042 8.051
Si 2.674 49.302 8.105
Si 16.362 57.488 8.021
Si 2.672 54.77 8.04
Si 0.004 62.955 8.049
Si 2.693 60.223 8.015
Si 5.458 2.763 8.153
Si 8.201 0.06 8.125
Si 5.502 8.203 8.241
Si 8.213 5.506 8.202
Si 5.481 13.648 8.272
Si 8.212 10.937 8.26
Si 5.517 19.063 8.237
Si 8.235 16.364 8.237
Si 5.573 24.534 8.229
Si 8.29 21.808 8.226
Si 5.544 30.005 8.223
Si 8.295 27.257 8.233
Si 5.483 35.516 8.174
Si 8.272 32.748 8.196
Si 5.448 40.971 8.165
Si 8.22 38.227 8.154
Si 5.403 46.537 8.151
Si 8.175 43.739 8.156
Si 5.395 52.047 8.093
Si 8.138 49.308 8.136
Si 5.403 57.535 8.03
Si 8.127 54.812 8.088
Si 5.448 62.947 8.066
Si 8.178 60.253 8.035
Si 10.944 2.791 8.168
Si 13.667 0.085 8.066
Si 10.959 8.213 8.247
Si 13.675 5.506 8.226
Si 10.927 13.655 8.276
Si 13.681 10.938 8.259
Si 11.01 19.094 8.223
Si 13.705 16.393 8.27
Si 11.026 24.518 8.23
Si 13.76 21.788 8.226
Si 11.018 29.991 8.208
Si 13.756 27.263 8.206
Si 10.994 35.489 8.169
Si 13.727 32.76 8.18
Si 10.927 40.977 8.161
Si 13.675 38.251 8.135
Si 10.894 46.496 8.155
Si 13.63 43.74 8.129
Si 10.888 52.057 8.104
Si 13.643 49.278 8.135
Si 10.915 57.51 8.057
Si 13.636 54.788 8.034
Si 10.927 62.969 8.055
Si 13.657 60.226 8.052
Si 1.357 4.101 9.529
Si 4.088 1.387 9.492
Si 1.398 9.556 9.605
Si 4.112 6.827 9.564
Si 1.396 15.006 9.612
Si 4.124 12.279 9.626
Si 1.415 20.456 9.598
Si 4.137 17.721 9.605
Si 1.432 25.907 9.57
Si 4.173 23.183 9.582
Si 1.415 31.406 9.566
Si 4.163 28.649 9.584
Si 1.379 36.884 9.548
Si 4.133 34.146 9.558
Si 1.32 42.364 9.508
Si 4.084 39.611 9.536
Si 1.324 47.901 9.475
Si 4.048 45.134 9.504
Si 1.335 53.399 9.44
Si 4.054 50.657 9.474
Si 1.336 58.849 9.398
Si 4.057 56.137 9.406
Si 1.366 64.289 9.45
Si 4.074 61.564 9.413
Si 6.836 4.114 9.526
Si 9.575 1.403 9.502
Si 6.858 9.557 9.61
Si 9.583 6.84 9.584
Si 6.864 15.01 9.612
Si 9.573 12.285 9.629
Si 6.89 20.451 9.576
Si 9.615 17.736 9.581
Si 6.909 25.915 9.598
Si 9.639 23.179 9.597
Si 6.898 31.395 9.575
Si 9.641 28.646 9.587
Si 6.851 36.881 9.544
Si 9.624 34.135 9.555
Si 6.81 42.366 9.525
Si 9.565 39.611 9.536
Si 6.788 47.907 9.503
Si 9.538 45.118 9.524
Si 6.78 53.412 9.453
Si 9.533 50.668 9.481
Si 6.805 58.875 9.404
Si 9.539 56.15 9.438
Si 6.822 64.287 9.458
Si 9.557 61.592 9.422
Si 12.309 4.123 9.556
Si 15.027 1.405 9.483
Si 12.322 9.564 9.612
Si 15.05 6.838 9.597
Si 12.319 15.02 9.607
Si 15.054 12.287 9.617
Si 12.368 20.453 9.596
Si 15.076 17.739 9.627
Si 12.379 25.91 9.579
Si 15.106 23.176 9.583
Si 12.364 31.393 9.559
Si 15.103 28.66 9.562
Si 12.33 36.884 9.536
Si 15.074 34.141 9.552
Si 12.28 42.372 9.522
Si 15.02 39.625 9.522
Si 12.274 47.887 9.495
Si 14.995 45.127 9.496
Si 12.284 53.418 9.442
Si 15.031 50.664 9.457
Si 12.289 58.864 9.43
Si 15.008 56.132 9.421
Si 12.306 64.311 9.435
Si 15.036 61.585 9.419
Si 16.401 0.03 10.833
Si 2.729 2.734 10.877
Si 0.014 5.451 10.924
Si 2.757 8.175 10.947
Si 0.02 10.911 10.961
Si 2.753 13.639 10.976
Si 0.028 16.363 10.974
Si 2.768 19.088 10.961
Si 0.049 21.816 10.963
Si 2.793 24.546 10.945
Si 0.057 27.284 10.93
Si 2.78 30.029 10.93
Si 0.037 32.774 10.926
Si 2.754 35.517 10.919
Si 16.4 38.262 10.899
Si 2.71 41.004 10.883
Si 16.365 43.755 10.873
Si 2.684 46.522 10.859
Si 16.368 49.275 10.845
Si 2.688 52.028 10.833
Si 16.367 54.76 10.806
Si 2.698 57.491 10.79
Si 16.389 60.21 10.793
Si 2.727 62.918 10.812
Si 5.462 0.023 10.844
Si 8.206 2.746 10.88
Si 5.475 5.455 10.914
Si 8.218 8.185 10.958
Si 5.488 10.906 10.973
Si 8.211 13.642 10.983
Si 5.493 16.362 10.972
Si 8.244 19.09 10.95
Si 5.522 21.812 10.947
Si 8.266 24.545 10.956
Si 5.526 27.282 10.95
Si 8.26 30.02 10.94
Si 5.508 32.772 10.921
Si 8.231 35.509 10.91
Si 5.471 38.254 10.909
Si 8.191 40.998 10.897
Si 5.433 43.759 10.871
Si 8.162 46.515 10.864
Si 5.415 49.28 10.855
Si 8.151 52.037 10.832
Si 5.414 54.778 10.812
Si 8.166 57.512 10.799
Si 5.443 60.214 10.799
Si 8.194 62.926 10.821
Si 10.947 0.03 10.847
Si 13.678 2.742 10.89
Si 10.946 5.465 10.931
Si 13.684 8.189 10.959
Si 10.944 10.912 10.97
Si 13.678 13.647 10.967
Si 10.955 16.373 10.969
Si 13.707 19.096 10.981
Si 10.995 21.813 10.957
Si 13.733 24.542 10.946
Si 11.004 27.276 10.944
Si 13.726 30.025 10.93
Si 10.985 32.761 10.926
Si 13.696 35.515 10.911
Si 10.945 38.25 10.905
Si 13.653 41.004 10.893
Si 10.913 43.749 10.893
Si 13.636 46.507 10.868
Si 10.899 49.272 10.844
Si 13.645 52.028 10.815
Si 10.904 54.772 10.813
Si 13.648 57.491 10.804
Si 10.918 60.222 10.801
Si 13.668 62.936 10.804
Si 1.362 1.369 12.232
Si 4.101 4.082 12.256
Si 1.387 6.801 12.291
Si 4.122 9.528 12.315
Si 1.386 12.267 12.322
Si 4.122 14.999 12.332
Si 1.391 17.732 12.325
Si 4.136 20.46 12.309
Si 1.412 23.191 12.315
Si 4.146 25.923 12.311
Si 1.409 28.663 12.299
Si 4.14 31.405 12.293
Si 1.394 34.148 12.294
Si 4.113 36.887 12.291
Si 1.359 39.636 12.27
Si 4.076 42.384 12.251
Si 1.331 45.139 12.235
Si 4.058 47.893 12.226
Si 1.337 50.643 12.211
Si 4.065 53.395 12.194
Si 1.344 56.12 12.174
Si 4.078 58.844 12.17
Si 1.356 61.559 12.179
Si 4.093 64.266 12.199
Si 6.833 1.372 12.224
Si 9.575 4.086 12.265
Si 6.844 6.804 12.292
Si 9.582 9.539 12.324
Si 6.851 12.265 12.335
Si 9.587 15.003 12.328
Si 6.864 17.732 12.315
Si 9.609 20.457 12.311
Si 6.88 23.187 12.307
Si 9.625 25.92 12.311
Si 6.885 28.659 12.31
Si 9.616 31.398 12.302
Si 6.867 34.144 12.292
Si 9.584 36.885 12.286
Si 6.83 39.633 12.28
Si 9.551 42.378 12.271
Si 6.803 45.135 12.24
Si 9.541 47.889 12.223
Si 6.797 50.65 12.209
Si 9.541 53.396 12.189
Si 6.804 56.134 12.175
Si 9.548 58.858 12.177
Si 6.82 61.561 12.183
Si 9.57 64.274 12.202
Si 12.311 1.371 12.239
Si 15.048 4.083 12.271
Si 12.317 6.811 12.301
Si 15.058 9.54 12.314
Si 12.313 12.274 12.322
Si 15.05 15.003 12.324
Si 12.325 17.732 12.327
Si 15.074 20.463 12.332
Si 12.353 23.189 12.314
Si 15.085 25.925 12.304
Si 12.355 28.66 12.303
Si 15.077 31.404 12.298
Si 12.338 34.144 12.291
Si 15.049 36.891 12.282
Si 12.298 39.634 12.277
Si 15.014 42.384 12.261
Si 12.28 45.133 12.253
Si 15.01 47.891 12.223
Si 12.285 50.644 12.195
Si 15.015 53.386 12.192
Si 12.283 56.126 12.183
Si 15.024 58.849 12.173
Si 12.297 61.573 12.177
Si 15.035 64.278 12.2
Si 0.014 2.719 13.627
Si 2.736 0.007 13.586
Si 0.02 8.156 13.655
Si 2.75 5.431 13.646
Si 0.009 13.627 13.67
Si 2.749 10.886 13.667
Si 0.019 19.083 13.693
Si 2.744 16.361 13.683
Si 0.031 24.551 13.676
Si 2.764 21.815 13.678
Si 0.035 30.029 13.666
Si 2.767 27.291 13.669
Si 0.015 35.517 13.653
Si 2.763 32.772 13.659
Si 16.389 41.013 13.63
Si 2.731 38.265 13.644
Si 16.372 46.518 13.607
Si 2.703 43.767 13.609
Si 16.373 52.013 13.577
Si 2.693 49.267 13.593
Si 16.388 57.485 13.548
Si 2.701 54.757 13.565
Si 0.003 62.919 13.566
Si 2.722 60.205 13.554
Si 5.47 2.716 13.608
Si 8.207 0.015 13.583
Si 5.482 8.154 13.668
Si 8.211 5.431 13.64
Si 5.48 13.623 13.687
Si 8.211 10.89 13.691
Si 5.487 19.089 13.671
Si 8.213 16.359 13.682
Si 5.507 24.549 13.671
Si 8.237 21.82 13.668
Si 5.501 30.029 13.66
Si 8.247 27.282 13.672
Si 5.486 35.513 13.657
Si 8.233 32.766 13.658
Si 5.45 41.017 13.633
Si 8.206 38.26 13.652
Si 5.427 46.515 13.597
Si 8.174 43.765 13.625
Si 5.424 52.019 13.572
Si 8.165 49.268 13.577
Si 5.441 57.488 13.558
Si 8.168 54.763 13.554
Si 5.463 62.916 13.569
Si 8.186 60.209 13.564
Si 10.949 2.722 13.618
Si 13.686 0.016 13.601
Si 10.948 8.162 13.666
Si 13.688 5.437 13.644
Si 10.941 13.625 13.687
Si 13.681 10.896 13.666
Si 10.955 19.089 13.684
Si 13.677 16.357 13.686
Si 10.979 24.549 13.676
Si 13.698 21.82 13.689
Si 10.978 30.022 13.67
Si 13.71 27.287 13.672
Si 10.958 35.513 13.653
Si 13.703 32.771 13.663
Si 10.926 41.008 13.647
Si 13.673 38.263 13.644
Si 10.907 46.517 13.608
Si 13.65 43.763 13.63
Si 10.91 52.014 13.556
Si 13.642 49.269 13.585
Si 10.914 57.492 13.553
Si 13.649 54.755 13.557
Si 10.941 62.921 13.573
Si 13.663 60.211 13.551
Si 1.383 4.068 15.006
Si 4.101 1.357 14.969
Si 1.388 9.509 15.016
Si 4.117 6.781 15.021
Si 1.366 14.992 15.029
Si 4.112 12.244 15.03
Si 1.39 20.451 15.044
Si 4.108 17.731 15.031
Si 1.39 25.925 15.032
Si 4.13 23.185 15.031
Si 1.397 31.402 15.031
Si 4.13 28.664 15.029
Si 1.373 36.89 15.023
Si 4.124 34.139 15.033
Si 1.348 42.395 14.993
Si 4.088 39.645 15.012
Si 1.335 47.893 14.978
Si 4.063 45.146 14.978
Si 1.343 53.382 14.943
Si 4.062 50.645 14.953
Si 1.355 58.844 14.922
Si 4.076 56.12 14.934
Si 1.37 64.266 14.958
Si 4.087 61.564 14.936
Si 6.84 4.06 14.986
Si 9.572 1.361 14.969
Si 6.846 9.508 15.04
Si 9.583 6.78 15.007
Si 6.847 14.988 15.04
Si 9.579 12.252 15.05
Si 6.857 20.458 15.017
Si 9.579 17.722 15.034
Si 6.876 25.911 15.035
Si 9.6 23.183 15.033
Si 6.864 31.395 15.029
Si 9.609 28.649 15.038
Si 6.845 36.886 15.03
Si 9.599 34.136 15.023
Si 6.81 42.395 15.009
Si 9.568 39.634 15.029
Si 6.798 47.895 14.955
Si 9.545 45.144 14.992
Si 6.803 53.388 14.928
Si 9.548 50.637 14.931
Si 6.811 58.85 14.935
Si 9.545 56.124 14.924
Si 6.829 64.274 14.946
Si 9.562 61.568 14.938
Si 12.323 4.066 14.995
Si 15.052 1.361 14.994
Si 12.321 9.52 15.019
Si 15.061 6.786 15.011
Si 12.309 14.986 15.042
Si 15.048 12.255 15.018
Si 12.319 20.454 15.044
Si 15.038 17.719 15.048
Si 12.337 25.919 15.04
Si 15.059 23.189 15.047
Si 12.34 31.395 15.034
Si 15.066 28.661 15.036
Si 12.322 36.886 15.023
Si 15.064 34.143 15.033
Si 12.296 42.386 15.013
Si 15.038 39.636 15.011
Si 12.283 47.895 14.97
Si 15.02 45.142 14.994
Si 12.287 53.376 14.924
Si 15.017 50.634 14.956
Si 12.293 58.85 14.923
Si 15.029 56.116 14.923
Si 12.312 64.269 14.962
Si 15.034 61.564 14.933

Results
total energy: -472987.672 eV
total energy less fixed offsets of O -438.35, Si -107.03 eV per atom: 27.728 eV

Forces (eV/angstrom) on atoms 116 to 1394 of the 2364, counted in the order above; the others are left out for length: element, x, y, z
Si -0.022 -0.188 -0.102
Si -0.226 -0.024 -0.151
Si 0.133 0.165 -0.187
Si 0.177 -0.246 0.087
Si 0.315 -0.334 0.359
Si 0.159 0.261 0.064
Si -0.034 0.046 0.052
Si 0.093 -0.19 0.023
Si 0.2 -0.217 0.499
Si 0.005 -0.069 -0.241
Si -0.259 -0.13 -0.029
Si -0.07 -0.05 0.086
Si 0.188 0.179 0.016
Si -0.174 -0.38 -0.171
Si 0.026 0.127 -0.36
Si 0.433 -0.104 -0.004
Si 0.004 -0.235 -0.26
Si 0.056 -0.082 -0.248
Si -0.175 0.015 -0.162
Si -0.124 -0.137 0.061
Si 0.184 -0.08 0.051
Si -0.077 0.152 -0.473
Si 0.087 -0.353 -0.164
Si 0.012 0.262 0.035
Si 0.042 0.107 -0.104
Si 0.039 -0.093 -0.076
Si -0.061 -0.202 -0.144
Si 0.132 0.064 -0.343
Si -0.172 -0.158 -0.413
Si -0.121 0.075 -0.134
Si 0.138 -0.013 0.123
Si -0.034 0.197 -0.004
Si -0.103 0.018 0.169
Si -0.026 0.011 0.083
Si 0.162 -0.113 -0.032
Si -0.086 0.01 -0.078
Si -0.043 -0.078 -0.008
Si 0.049 0.112 0.159
Si 0.037 -0.032 0.006
Si 0.022 0.054 0.089
Si 0.02 -0.045 -0.112
Si 0.162 0.047 -0.133
Si -0.168 0.024 0.053
Si 0.004 0.051 0.117
Si -0.021 -0.04 -0.067
Si -0.08 0.145 0.095
Si 0 -0.021 0.196
Si -0.067 -0.02 -0.14
Si -0.185 -0.051 0.051
Si 0.046 0 -0.179
Si 0.018 0.15 -0.063
Si -0.06 -0.09 0.175
Si 0.021 0.07 0.102
Si -0.065 -0.114 0.086
Si -0.106 0.134 -0.022
Si 0.02 0.199 0.223
Si -0.052 0.019 0.208
Si 0.078 -0.085 -0.041
Si -0.132 0.07 -0.195
Si 0.01 0.061 0.218
Si 0.11 0.047 0.153
Si 0.185 -0.084 0.204
Si 0.07 0.11 0.132
Si 0.03 0.076 0.08
Si -0.081 -0.118 -0.075
Si 0.061 -0.114 -0.013
Si 0.015 -0.153 0.001
Si 0.017 0.218 0.144
Si -0.009 -0.055 -0.173
Si 0.023 0.055 -0.008
Si -0.076 -0.148 0.192
Si -0.035 -0.038 0.157
Si 0.126 0.048 0.072
Si 0.023 -0.138 0.215
Si -0.026 0.292 0.124
Si -0.092 0.071 0.087
Si 0.084 0.093 0.096
Si 0.026 -0.017 -0.033
Si -0.09 -0.017 0.036
Si -0.086 0.156 -0.044
Si 0.036 -0.09 0.08
Si -0.163 0.055 0.001
Si 0.027 0.005 -0.085
Si 0.194 -0.077 0.109
Si 0.046 0.081 -0.022
Si 0.14 -0.109 -0.071
Si -0.039 0.058 -0.075
Si -0.067 -0.1 0.139
Si -0.022 -0.109 0.281
Si -0.038 0.057 0.295
Si 0.046 -0.025 0.213
Si 0.217 0.023 0.101
Si -0.062 0.038 -0.061
Si 0.052 -0.006 0.092
Si -0.023 0.06 0.166
Si 0.27 0.08 0.027
Si -0.107 -0.05 -0.095
Si -0.117 0.071 0.071
Si -0.055 -0.135 0.217
Si -0.064 0.287 0.199
Si 0.073 0.01 0.052
Si 0.073 0.105 0.006
Si -0.023 -0.042 -0.125
Si -0.08 -0.142 0.089
Si 0.033 0.076 -0.12
Si 0.105 0.053 -0.063
Si -0.002 0.122 -0.004
Si -0.057 0.02 -0.04
Si -0.044 0.152 -0.015
Si 0.037 -0.119 -0.067
Si -0.078 0.047 -0.111
Si 0.034 -0.081 -0.216
Si 0.052 -0.055 -0.039
Si 0.049 0.046 0.014
Si 0.039 -0.061 -0.075
Si -0.057 0.049 -0.145
Si 0.017 0.054 -0.085
Si 0.128 0.027 -0.085
Si -0.083 -0.02 -0.092
Si 0.056 -0.023 0.013
Si 0.032 0.042 -0.162
Si -0.07 0.007 0.01
Si 0.09 -0.036 -0.134
Si 0.063 0.024 -0.154
Si 0.031 -0.056 0.007
Si 0.066 -0.154 -0.058
Si 0.069 0.1 0.024
Si -0.087 -0.072 -0.225
Si -0.122 -0.046 0.035
Si 0.05 0.005 -0.068
Si 0.056 0 -0.129
Si -0.086 -0.096 0.002
Si -0.135 -0.056 -0.004
Si 0.092 -0.046 -0.034
Si -0.139 -0.051 -0.093
Si 0.013 0.018 -0.013
Si -0.016 0.019 -0.155
Si -0.047 -0.048 -0.001
Si 0.118 0.067 -0.15
Si -0.079 0.101 -0.155
Si 0.029 0.053 0
Si 0.087 0.099 -0.095
Si 0.037 0.036 -0.094
Si 0.039 -0.013 -0.013
Si -0.088 0.11 -0.034
Si -0.047 0.072 -0.131
Si 0.007 0.023 0.001
Si -0.049 -0.072 -0.061
Si -0.049 -0.181 -0.083
Si -0.012 0.075 -0.162
Si -0.191 0.049 0.118
Si 0.151 -0.048 0.026
Si -0.037 0.009 -0.137
Si -0.056 0.001 -0.147
Si -0.018 -0.032 0.061
Si -0.03 0.082 -0.179
Si 0.005 -0.081 -0.023
Si 0.115 0.106 -0.186
Si 0.023 -0.2 -0.028
Si 0.127 -0.095 -0.036
Si -0.105 0.187 -0.258
Si -0.134 -0.055 -0.026
Si -0.13 -0.083 -0.067
Si 0.024 -0.017 -0.082
Si 0.162 -0.058 -0.016
Si -0.056 -0.035 -0.119
Si -0.12 0.102 -0.069
Si 0.115 -0.02 -0.077
Si 0.114 -0.001 -0.049
Si -0.086 0.065 -0.002
Si -0.07 0.034 -0.053
Si 0.011 0.029 -0.135
Si 0.015 0.112 -0.125
Si -0.016 -0.017 0.001
Si 0.022 -0.004 0.004
Si -0.019 -0.008 0.005
Si 0.003 -0.007 0.007
Si -0.003 0.019 -0.007
Si -0.005 0.003 0
Si 0.023 0.035 -0.003
Si 0.007 0.003 0.01
Si 0.029 0.008 -0.018
Si -0.001 0.042 -0.013
Si 0.005 0.015 -0.001
Si -0.004 0.007 0.003
Si 0.013 -0.006 0.002
Si 0.011 0.015 -0.002
Si -0.007 0.023 0.004
Si -0.006 0.019 0.004
Si 0.019 -0.004 0.003
Si 0.033 -0.013 0.002
Si 0.009 -0.013 0.006
Si 0.004 0.003 0.001
Si 0.009 -0.011 0
Si -0.026 0.025 -0.007
Si -0.039 -0.01 -0.014
Si -0.017 -0.02 0.005
Si -0.005 -0.006 0
Si 0.016 0.011 0.002
Si 0.015 -0.002 0.003
Si 0.026 -0.002 0.01
Si -0.002 0.028 0.01
Si 0.005 0.007 0.013
Si 0.005 0.002 -0.003
Si -0.033 0.025 0.001
Si 0.028 -0.007 -0.005
Si 0.033 -0.006 0.007
Si 0.002 -0.005 -0.016
Si 0.017 0.007 -0.008
Si 0.022 -0.008 -0.003
Si 0.036 -0.013 -0.005
Si 0.001 0.008 -0.004
Si 0.006 -0.005 -0.01
Si 0.005 0.004 0.006
Si -0.005 -0.011 0.001
Si 0.019 0.004 0.003
Si 0.013 0.006 -0.015
Si 0.009 0 -0.003
Si -0.011 0.001 -0.005
Si -0.006 0.005 -0.003
Si -0.001 -0.011 -0.003
Si -0.038 0.012 -0.01
Si -0.035 0.01 0.001
Si 0.017 0.001 -0.003
Si 0.006 0.014 0
Si 0.011 -0.021 0.001
Si 0.01 -0.014 -0.006
Si 0.021 0.014 -0.002
Si -0.01 0.012 -0.005
Si 0.015 0 -0.006
Si 0.009 0.01 0.003
Si 0.018 0.009 0
Si -0.009 0.018 0.002
Si -0.002 -0.008 -0.001
Si -0.002 -0.012 0.007
Si 0.004 -0.005 0.009
Si -0.004 -0.007 0.002
Si 0 -0.009 -0.007
Si -0.006 0.002 -0.005
Si -0.03 0.009 0
Si -0.003 -0.016 -0.002
Si -0.005 0.002 -0.008
Si -0.001 -0.042 -0.012
Si 0.008 -0.015 -0.011
Si -0.003 -0.015 0.001
Si 0.002 0.032 0.015
Si -0.024 0.013 -0.003
Si 0.016 0.043 0.012
Si 0.025 -0.004 0.013
Si -0.005 -0.014 -0.018
Si -0.001 -0.016 -0.005
Si -0.046 -0.057 -0.005
Si 0.004 0.023 -0.006
Si -0.028 -0.03 -0.001
Si -0.012 -0.023 0.004
Si 0.006 0.002 -0.007
Si -0.006 -0.015 0.001
Si -0.008 0.001 0
Si 0.003 -0.028 0.003
Si 0.011 0.001 -0.021
Si 0.025 -0.035 -0.005
Si -0.023 -0.015 -0.008
Si -0.009 -0.004 -0.015
Si 0.004 0 0.001
Si 0 0.006 0.011
Si -0.004 -0.008 0.005
Si 0.033 -0.047 -0.002
Si 0.02 0.004 -0.008
Si 0.023 -0.004 -0.006
Si 0.021 0.012 0.003
Si -0.015 -0.003 -0.023
Si -0.03 0.009 0.015
Si 0.01 0.056 -0.014
Si -0.013 -0.02 -0.011
Si -0.004 0.01 0.01
Si 0.044 -0.031 -0.01
Si -0.004 -0.002 0.003
Si -0.072 0.002 0.009
Si -0.035 -0.004 0
Si -0.005 0.006 0.01
Si -0.021 0.017 -0.01
Si -0.03 0.018 0.005
Si -0.036 0.01 -0.014
Si 0.015 -0.001 0
Si 0 0.017 -0.014
Si 0.011 -0.008 -0.021
Si 0.03 -0.009 -0.006
Si 0.012 -0.017 -0.005
Si -0.018 -0.019 -0.002
Si 0.015 -0.007 0.004
Si 0.004 -0.012 0.008
Si 0.046 -0.013 -0.006
Si 0.021 -0.006 -0.002
Si 0.032 -0.016 0.014
Si 0.019 0.036 0.015
Si -0.066 -0.012 -0.008
Si -0.002 -0.008 -0.009
Si -0.004 0.038 -0.012
Si -0.046 -0.045 0.016
Si 0.013 -0.04 -0.002
Si -0.011 -0.007 0.033
Si -0.021 -0.002 -0.006
Si 0 0.009 0.004
Si 0.001 -0.021 -0.005
Si -0.001 -0.007 0
Si -0.019 -0.011 -0.018
Si -0.003 0.022 -0.01
Si -0.019 0.029 -0.02
Si -0.032 0.006 -0.014
Si -0.025 -0.004 -0.002
Si -0.042 -0.025 0.011
Si 0.028 0.026 -0.001
Si -0.01 0.006 -0.007
Si -0.011 0.06 -0.012
Si 0.062 0.029 -0.013
Si -0.021 -0.03 0.012
Si -0.021 0.015 0.011
Si -0.02 -0.008 -0.001
Si 0.005 -0.034 0.003
Si -0.049 -0.013 -0.019
Si 0.047 -0.053 -0.024
Si 0.049 -0.034 0.013
Si -0.047 0.117 0.023
Si 0.048 0.015 -0.007
Si 0.011 0.004 0.026
Si 0.021 -0.026 0.018
Si -0.032 0 0.011
Si 0.047 0.032 0.033
Si -0.003 -0.009 -0.023
Si 0.027 -0.037 -0.023
Si 0.005 0.004 0.024
Si 0.041 -0.004 -0.009
Si 0.006 0.058 -0.014
Si 0.027 -0.013 -0.005
Si -0.001 0.028 0.023
Si -0.039 0.001 0.012
Si 0.042 -0.039 0.005
Si -0.053 0.007 -0.044
Si -0.006 0 -0.006
Si -0.01 -0.079 0.009
Si -0.069 0.038 0.005
Si -0.017 0.029 -0.005
Si 0.035 -0.024 -0.009
Si 0.002 0.018 0.012
Si 0.111 -0.028 0.025
Si 0.01 0.035 0.037
Si 0.034 -0.034 0.014
Si -0.006 -0.041 0.055
Si -0.06 0.068 -0.03
Si 0.045 0.044 -0.059
Si 0.055 -0.05 0.037
Si -0.008 0.016 0.028
Si 0.048 -0.001 0.016
Si 0.02 0.032 -0.027
Si 0.072 -0.092 0.006
Si -0.03 0.084 0.003
Si 0.056 0.003 -0.001
Si 0.013 -0.031 0.034
Si 0.006 0.006 0.024
Si 0.035 0.003 0.002
Si -0.062 0.049 0.006
Si -0.038 0.052 0.003
Si -0.006 0.022 0
Si -0.001 -0.028 -0.009
Si -0.022 0.029 0.006
Si -0.063 0.101 -0.002
Si -0.033 0.004 -0.03
Si 0.058 -0.015 0.016
Si -0.015 -0.011 0.017
Si 0.056 -0.07 0.022
Si -0.025 -0.007 0.04
Si 0.024 0.029 0.011
Si -0.046 0.098 -0.006
Si 0.066 -0.017 0.047
Si 0.006 0.014 0.009
Si -0.028 0.03 0.005
Si -0.025 0.035 0.037
Si -0.003 -0.022 0.046
Si -0.023 0.004 -0.014
Si 0.002 -0.042 0.017
Si -0.019 -0.026 0.029
Si -0.008 -0.018 -0.009
Si -0.001 -0.027 0.001
Si -0.024 0 0.002
Si -0.019 0.006 -0.016
Si 0.048 -0.091 -0.018
Si 0.031 -0.032 0.016
Si -0.031 -0.006 -0.02
Si -0.034 -0.011 0.004
Si 0.015 0.046 0.037
Si 0.03 0.028 0.069
Si 0.053 -0.017 0.063
Si -0.005 0.021 0.022
Si -0.019 0.031 0.023
Si -0.053 -0.134 -0.043
Si -0.059 0.07 -0.014
Si -0.06 -0.075 0.021
Si 0.002 0.051 0.016
Si 0.028 -0.001 0.034
Si -0.067 -0.041 0.014
Si 0.018 -0.009 0.048
Si 0.004 0.001 0.056
Si 0.003 0.005 0.05
Si -0.002 -0.022 0.013
Si -0.032 -0.065 -0.005
Si -0.027 -0.053 0.066
Si 0.047 -0.031 0.018
Si 0.036 0.025 0.075
Si -0.013 0.027 0.073
Si 0.004 -0.036 0.074
Si 0.031 0.014 0.061
Si -0.032 0.041 0.061
Si 0.057 -0.007 0.007
Si -0.029 0.018 0.04
Si 0.01 -0.021 0.017
Si 0.081 0.07 0.006
Si -0.072 -0.019 0.037
Si 0.067 0.032 0
Si 0.027 0.006 -0.004
Si -0.028 0.052 0.049
Si 0.036 -0.058 0.006
Si -0.148 -0.119 -0.008
Si -0.006 0.048 0.061
Si 0.038 0.046 0.023
Si -0.013 -0.002 0.023
Si -0.02 -0.069 0.061
Si -0.023 0.052 0.008
Si -0.064 -0.018 -0.046
Si 0.03 -0.002 -0.031
Si 0.026 0.013 0.035
Si -0.01 0.011 -0.031
Si 0.003 -0.041 0.035
Si 0.053 0.017 0.061
Si -0.015 -0.054 -0.021
Si 0 0.081 -0.023
Si -0.003 0.007 0.035
Si 0.051 -0.024 -0.042
Si 0.001 0.016 0.008
Si -0.02 -0.019 0.04
Si -0.077 0.017 -0.063
Si 0.066 0.047 -0.007
Si -0.03 -0.014 0.056
Si -0.03 0.013 0.053
Si -0.051 -0.052 -0.039
Si -0.138 -0.125 -0.029
Si 0.001 -0.003 0.024
Si 0.042 -0.046 0.056
Si -0.007 0.002 -0.006
Si -0.055 -0.036 0.035
Si 0.01 0.047 0.038
Si 0.035 -0.029 0.087
Si 0.034 0.036 -0.013
Si -0.053 0.042 0.111
Si 0.001 -0.035 0.059
Si -0.059 0.02 0.092
Si 0.025 0.023 0.062
Si 0.013 -0.027 0.057
Si -0.021 0.019 0.012
Si 0.091 0.008 0.022
Si 0.017 -0.016 0.029
Si 0.046 0.034 0.032
Si 0.005 0.04 0.066
Si 0.013 -0.046 0.068
Si -0.068 0.03 0.076
Si -0.016 -0.006 0.084
Si 0 0.025 0.068
Si 0.044 0.086 0.152
Si 0.051 0.009 0.113
Si 0.108 -0.015 0.066
Si 0.15 0.064 0.037
Si -0.112 -0.09 0.147
Si 0.078 -0.006 0.012
Si -0.038 0.009 0.038
Si 0.012 0.092 0.097
Si -0.039 -0.066 0.098
Si 0.08 0.026 0.039
Si 0.053 0.033 0.229
Si 0.059 -0.018 -0.004
Si 0.058 0.148 0.058
Si -0.001 -0.021 0.01
Si 0.059 0.038 -0.039
Si -0.218 0.07 0.039
Si -0.075 0.027 -0.016
Si 0.074 0.079 0.026
Si 0.024 -0.043 0.156
Si -0.044 -0.041 0.005
Si 0.114 0.091 0.181
Si -0.05 -0.058 0.035
Si 0.172 -0.028 -0.027
Si -0.076 0.019 0.102
Si -0.148 0.144 0.021
Si 0.065 -0.06 0.087
Si -0.049 -0.105 0.257
Si -0.043 -0.045 0.046
Si -0.008 0.101 0.003
Si 0.186 -0.035 0.032
Si -0.038 -0.051 0.111
Si -0.024 -0.091 -0.074
Si 0.087 0.112 0.066
Si -0.049 0.029 0.001
Si 0.069 0.04 -0.027
Si -0.002 0.071 0.225
Si -0.063 -0.089 0.009
Si 0.014 -0.028 0.137
Si -0.053 -0.107 0.056
Si -0.009 0.014 0.016
Si 0.053 -0.089 -0.001
Si 0.027 0.018 0.01
Si -0.048 0.026 0.053
Si -0.016 -0.002 0.027
Si 0.072 0.017 0.04
Si -0.094 0 0.124
Si -0.116 -0.138 0.1
Si 0.237 -0.068 0.067
Si 0.02 -0.017 0.082
Si 0.009 0.044 -0.051
Si -0.02 0.101 0.131
Si 0.231 -0.052 0.063
Si -0.102 0.114 -0.01
Si -0.023 -0.073 0.024
Si 0.015 -0.035 0.068
Si -0.001 -0.069 0.162
Si -0.052 -0.018 -0.004
Si -0.058 0.01 0.172
Si -0.013 -0.158 0.036
Si 0.075 0.027 0.061
Si -0.044 -0.06 0.093
Si 0.008 0.134 0.027
Si 0.009 0.024 0.104
Si -0.048 0.029 0.048
Si 0.021 -0.027 0.015
Si -0.007 -0.046 0.054
Si -0.073 -0.04 0.163
Si 0.014 -0.029 -0.092
Si 0.089 -0.032 -0.055
Si -0.047 0.109 0.035
Si 0.058 -0.004 -0.125
Si -0.08 0.037 0.011
Si -0.199 -0.021 -0.134
Si -0.145 -0.061 -0.15
Si 0.017 0.028 -0.125
Si -0.056 0.067 -0.054
Si -0.052 0.017 0.109
Si 0.083 -0.103 -0.072
Si 0.016 0.048 -0.131
Si -0.032 -0.05 -0.167
Si -0.008 0.103 0.098
Si 0.141 0.015 -0.071
Si -0.029 -0.03 0.01
Si 0 -0.044 -0.123
Si 0.061 -0.183 0.137
Si 0.053 -0.18 0.004
Si -0.002 -0.083 -0.014
Si -0.07 0.019 0.077
Si -0.134 0.099 -0.012
Si 0.063 -0.116 -0.115
Si -0.047 -0.012 0.093
Si 0.008 0.091 0.191
Si -0.055 0.027 -0.145
Si 0.133 -0.013 0.137
Si -0.058 -0.128 -0.174
Si -0.017 -0.101 -0.174
Si -0.09 0.104 0.299
Si 0.103 0.011 0.127
Si -0.08 0.022 0.035
Si 0.016 0.012 0.049
Si -0.147 0.124 -0.077
Si -0.036 -0.093 -0.22
Si 0.138 -0.014 0.076
Si 0.079 -0.058 0.132
Si 0.148 -0.081 -0.054
Si -0.066 0.013 0.048
Si -0.017 -0.104 -0.245
Si -0.241 0.204 -0.054
Si -0.058 0.043 -0.039
Si 0.059 0.047 -0.104
Si -0.039 -0.007 -0.096
Si 0.217 0.127 -0.221
Si -0.107 -0.025 -0.19
Si -0.15 0.1 -0.07
Si -0.031 0.037 -0.121
Si 0.071 -0.033 0.016
Si -0.048 0.074 -0.26
Si -0.038 0.099 -0.177
Si 0.051 0.049 0.052
Si -0.146 -0.098 -0.278
Si 0.168 -0.166 -0.002
Si -0.057 0.046 -0.042
Si -0.191 0.023 0.059
Si 0.124 -0.175 -0.075
Si 0.227 -0.074 0.138
Si -0.061 0.085 -0.079
Si -0.127 0.087 -0.067
Si -0.055 -0.059 0.072
Si 0.064 -0.006 0.1
Si -0.047 0.01 -0.242
Si 0.03 -0.06 0.087
Si 0.017 -0.021 -0.139
Si 0.04 -0.086 -0.011
Si -0.054 -0.017 -0.116
Si 0.057 0.268 -0.225
Si 0.041 -0.046 0.028
Si -0.026 0.018 -0.084
Si 0.111 0.077 -0.253
Si -0.08 -0.092 0.006
Si -0.16 -0.051 0.182
Si -0.14 -0.064 0.169
Si 0.326 -0.01 0.09
Si 0.044 0.208 0.322
Si -0.238 0.039 0.273
Si 0.363 0.148 0.309
Si -0.054 -0.194 -0.018
Si 0.14 0.06 -0.027
Si -0.007 0.209 0.293
Si -0.023 0.085 0.392
Si -0.192 -0.169 0.03
Si -0.1 -0.061 0.3
Si 0.144 0.024 0.269
Si 0.172 0.25 0.171
Si -0.175 -0.093 0.155
Si -0.103 -0.296 0.213
Si -0.421 0.097 0.042
Si 0.058 0.103 0.059
Si -0.131 0.074 0.038
Si -0.064 -0.02 0.227
Si 0.187 -0.16 0.042
Si -0.044 0.017 0.146
Si -0.119 -0.02 0.366
Si 0.011 0.108 0.097
Si 0.069 0.085 0.104
Si 0.071 0.131 0.239
Si -0.24 -0.195 0.258
Si 0.038 0.01 0.192
Si -0.153 -0.13 0.358
Si 0.075 0.078 -0.049
Si -0.112 -0.162 0.139
Si 0.446 0.103 -0.151
Si -0.081 -0.094 0.27
Si 0.025 0.153 -0.046
Si 0.124 0.14 0.209
Si 0.167 -0.095 0.34
Si 0.023 0.101 0.27
Si -0.136 -0.163 -0.015
Si 0.204 0.157 -0.039
Si 0.055 0.064 0.207
Si 0.038 0.013 0.263
Si 0.005 -0.047 0.329
Si 0.03 0.041 0.393
Si -0.199 0.037 0.145
Si 0.035 -0.103 0.219
Si -0.059 0.076 0.373
Si -0.035 -0.094 0.076
Si -0.037 -0.23 0.232
Si -0.146 -0.089 0.319
Si -0.039 0.017 0.18
Si 0.142 -0.116 0.211
Si 0.21 0.148 0.184
Si 0.213 -0.083 0.184
Si -0.175 -0.037 0.14
Si 0.107 -0.143 -0.061
Si -0.041 0.201 0.342
Si -0.142 -0.029 0.248
Si 0.256 0.176 -0.305
Si 0.036 -0.033 0.053
Si 0.172 0.119 0.094
Si 0.018 0.359 -0.063
Si 0.212 -0.075 0.137
Si 0.125 0.007 0.195
Si -0.042 0.059 0.121
Si -0.011 -0.147 0.237
Si -0.135 0.094 0.129
Si -0.056 -0.225 0.177
Si 0.009 -0.015 0.252
Si 0.055 0.001 0.378
Si 0.113 -0.045 0.045
Si 0.098 -0.129 0.162
Si -0.137 0.009 0.313
Si 0.07 0.119 0.003
Si -0.024 -0.18 0.107
Si -0.172 -0.145 0.129
Si 0.084 0.035 -0.108
Si -0.197 -0.021 -0.238
Si -0.497 0.03 -0.124
Si 0.335 0.314 0.155
Si -0.2 0.26 -0.011
Si -0.014 -0.029 -0.269
Si -0.018 0.06 -0.29
Si 0.188 -0.099 0.479
Si -0.121 -0.022 -0.011
Si 0.098 0.117 -0.265
Si 0.085 -0.172 -0.061
Si -0.233 0.434 -0.031
Si -0.175 0.327 -0.395
Si 0.115 -0.082 0.093
Si -0.048 0.345 0.114
Si 0.191 -0.077 0.266
Si 0.116 0.044 -0.249
Si 0.154 -0.106 0.06
Si -0.146 -0.079 0.191
Si 0.104 0.031 -0.031
Si 0.013 0.036 0.106
Si -0.014 0.038 -0.161
Si 0.123 -0.079 -0.344
Si 0.336 0.059 -0.111
Si 0.004 -0.234 -0.128
Si -0.1 -0.022 -0.232
Si -0.246 0.27 0.166
Si -0.191 0.387 -0.169
Si -0.055 -0.28 0.518
Si -0.088 0.072 -0.254
Si 0.064 0.052 0.031
Si -0.029 0.185 0.09
Si -0.424 0.109 -0.192
Si -0.04 -0.046 -0.344
Si 0.222 -0.21 -0.431
Si -0.015 -0.038 0.068
Si -0.156 -0.199 -0.063
Si -0.051 -0.138 -0.309
Si -0.003 0.041 0.229
Si -0.097 0.005 -0.108
Si 0.183 0.007 -0.305
Si -0.087 0.125 0.14
Si 0.061 -0.034 -0.09
Si 0.048 -0.064 0.2
Si 0.027 0.064 0.411
Si -0.139 0.186 0.22
Si -0.075 -0.022 0.016
Si 0.232 0.053 0.222
Si -0.161 -0.058 0.177
Si -0.131 -0.147 0.178
Si 0.049 0.124 0.03
Si -0.085 -0.287 0.293
Si -0.06 -0.341 -0.031
Si -0.122 -0.105 0.239
Si 0.22 0.072 -0.407
Si 0.089 -0.194 -0.111
Si 0.09 -0.08 -0.021
Si -0.206 -0.177 0.121
Si -0.253 0.124 0.107
Si -0.074 0.1 0.342
Si -0.096 0.184 -0.185
Si 0.195 0.037 0.028
Si 0.112 -0.072 0.177
Si 0.016 0.013 0.386
Si -0.031 -0.062 0.098
Si 0.199 0.124 0.017
Si -0.268 -0.077 0.272
Si 0.095 0.246 0.3
Si -0.003 0.151 -0.096
Si 0.065 -0.001 0.251
Si -0.018 -0.028 0.44
Si -0.016 0.073 0.183
Si 0.12 -0.074 0.214
Si -0.061 0.016 -0.24
Si -0.103 0.169 0.104
Si 0.016 -0.213 0.134
Si -0.063 0.161 0.041
Si -0.041 -0.005 0.437
Si 0.043 -0.062 -0.143
Si 0.036 0.032 0.405
Si 0.081 0.042 0.245
Si 0.07 -0.065 -0.016
Si -0.028 0.203 0.337
Si -0.007 0.035 -0.143
Si 0.08 0.108 -0.444
Si 0.027 -0.133 0.512
Si 0.024 -0.036 0.356
Si 0.139 0.023 0.294
Si 0.05 -0.048 0.384
Si 0.109 -0.263 0.107
Si 0.08 -0.112 0.28
Si 0.069 0.073 -0.251
Si -0.045 -0.01 0.178
Si -0.018 -0.081 0.101
Si 0.029 0.012 0.33
Si -0.014 -0.039 0.345
Si -0.176 0.11 0.257
Si 0.181 0.145 -0.004
Si -0.035 -0.109 0.486
Si -0.156 0.083 0.094
Si 0.025 0.118 -0.346
Si -0.026 0.004 0.047
Si 0.147 0.118 0.476
Si 0.014 0.071 0.322
Si -0.041 0.016 0.086
Si 0.221 0.108 -0.099
Si 0.048 0.187 0.146
Si 0.104 -0.113 -0.005
Si -0.028 -0.097 0.416
Si 0.123 0.068 0.408
Si 0.023 0.127 -0.012
Si 0.243 -0.017 0.021
Si -0.012 -0.014 0.168
Si -0.023 0.175 0.34
Si -0.058 0.043 0.28
Si 0.303 0.105 0.138
Si 0.045 0.073 0.126
Si 0.069 -0.058 0.128
Si -0.122 -0.157 0.299
Si -0.03 0.05 -0.078
Si 0.109 -0.059 0.322
Si -0.079 0.108 0.162
Si -0.061 -0.143 0.141
Si 0.037 -0.12 0.178
Si 0.044 -0.269 0.323
Si -0.089 0.014 0.459
Si 0.042 -0.131 0.268
Si -0.138 -0.2 0.135
Si -0.096 -0.009 0.291
Si 0.045 0.146 0.254
Si -0.115 0.081 0.331
Si -0.224 0.047 0.381
Si 0.236 0.19 0.376
Si 0.018 0.032 -0.217
Si 0.161 -0.162 0.276
Si -0.178 -0.002 0.175
Si -0.2 -0.183 -0.134
Si 0.073 0.085 0.341
Si 0.079 -0.09 0.057
Si 0.069 -0.15 -0.231
Si 0.059 -0.139 0.012
Si -0.116 -0.102 -0.083
Si 0.059 0.137 -0.072
Si -0.011 0.156 -0.013
Si -0.159 -0.022 0.149
Si -0.035 -0.112 -0.012
Si -0.037 0.033 0.255
Si 0.03 -0.092 -0.335
Si 0.13 -0.033 -0.37
Si -0.06 0.062 -0.002
Si -0.022 0.259 0.09
Si 0.013 0.025 -0.098
Si 0.039 0.046 0.324
Si 0.025 0.076 0.178
Si -0.057 0.131 -0.031
Si 0.038 -0.064 -0.006
Si 0 0.104 0.375
Si -0.09 -0.007 0.323
Si -0.107 -0.061 0.011
Si 0.237 0.127 0.259
Si 0.003 -0.121 -0.126
Si -0.084 -0.022 -0.316
Si 0.24 -0.17 -0.183
Si 0.136 0.081 -0.055
Si -0.116 0.037 -0.248
Si 0.121 -0.059 0.06
Si -0.153 0.095 0.276
Si 0.106 0.1 0.299
Si -0.058 -0.006 0.064
Si 0.067 -0.007 -0.154
Si -0.018 -0.045 0.473
Si 0.108 -0.05 0.331
Si -0.089 -0.038 -0.117
Si 0.172 0.021 0.331
Si 0.017 -0.025 -0.028
Si 0.017 -0.102 0.342
Si -0.007 0.093 0.371
Si -0.103 0.043 0.023
Si 0.153 -0.119 0.263
Si -0.165 -0.075 -0.047
Si -0.026 -0.085 0.484
Si 0.044 -0.015 0.3
Si 0.041 -0.003 0.029
Si -0.12 0.183 0.028
Si -0.173 0.125 0.232
Si 0.13 -0.112 0.248
Si 0.271 0.089 0.269
Si -0.051 -0.023 0.03
Si -0.201 0.162 0.424
Si 0.161 -0.016 0.233
Si 0.026 -0.223 0.132
Si -0.068 -0.083 0.059
Si -0.037 0.178 0.556
Si -0.025 0.057 0.04
Si 0.059 0.16 0.118
Si 0.155 -0.082 0.224
Si 0.023 0.008 0.31
Si 0.043 -0.131 0.036
Si -0.044 -0.078 0.339
Si -0.015 -0.104 0.056
Si -0.115 -0.071 0.202
Si -0.062 0.049 -0.375
Si -0.116 -0.152 0.23
Si 0.01 0.058 0.078
Si 0.031 0.058 -0.318
Si 0.351 0.085 -0.483
Si 0.143 -0.087 -0.043
Si -0.143 -0.107 -0.239
Si -0.07 -0.027 0.252
Si -0.317 0.043 -0.515
Si -0.054 0.03 0.03
Si 0.036 -0.128 -0.373
Si -0.239 0.097 -0.234
Si 0.095 -0.102 -0.079
Si 0.001 0.193 -0.485
Si -0.054 -0.105 0.216
Si 0.03 0.005 -0.157
Si -0.141 0.058 -0.389
Si 0.287 -0.148 -0.166
Si -0.005 -0.117 0.26
Si 0.109 0.055 -0.133
Si 0.184 -0.028 -0.472
Si -0.135 0.157 -0.347
Si 0.029 0.049 -0.254
Si 0.075 0.138 0.344
Si -0.043 -0.005 0.122
Si -0.021 -0.013 -0.295
Si -0.008 -0.064 0.212
Si 0.178 0.116 0.221
Si -0.146 0.148 0.247
Si 0.022 0.146 0.027
Si 0.031 0.197 -0.005
Si 0.138 -0.093 -0.112
Si -0.08 -0.163 -0.229
Si 0.24 0.056 -0.214
Si 0.066 0.031 -0.213
Si 0.12 0.097 -0.162
Si -0.122 0.093 0.178
Si 0.028 0.05 -0.123
Si -0.174 -0.029 0.26
Si 0.074 -0.058 -0.358
Si -0.015 0.157 -0.238
Si 0.012 0.022 -0.279
Si 0.088 0.049 0.066
Si -0.125 0.008 -0.138
Si -0.097 0.034 -0.003
Si -0.408 -0.665 -0.056
Si 0.064 0.055 0.05
Si -0.12 -0.019 -0.039
Si 0.008 -0.007 -0.037
Si -0.078 0.023 -0.327
Si -0.044 0.033 0.338
Si -0.034 0.058 0.172
Si 0.058 -0.06 0.252
Si 0.06 -0.035 0.02
Si 0.054 -0.049 -0.361
Si -0.126 0.044 -0.293
Si -0.015 0.033 0.313
Si 0.072 -0.031 -0.201
Si -0.2 0.036 -0.272
Si -0.013 -0.044 -0.08
Si -0.106 0.026 -0.328
Si -0.146 0.136 -0.298
Si -0.074 0.089 0.088
Si 0.003 -0.009 -0.25
Si -0.052 -0.135 -0.408
Si 0.384 -0.084 -0.153
Si -0.003 -0.027 -0.471
Si 0.124 -0.018 -0.262
Si 0.102 0.083 -0.158
Si -0.159 0.262 -0.323
Si 0.036 -0.044 -0.075
Si -0.096 0.196 0.019
Si 0.033 0.086 -0.054
Si -0.021 0.114 -0.079
Si 0.239 0.017 0.099
Si -0.117 0.099 -0.258
Si 0.249 -0.231 -0.009
Si -0.123 0.208 -0.209
Si 0.015 0.187 0.04
Si -0.135 0.127 -0.138
Si 0.17 -0.204 0.02
Si 0.145 0.273 0.016
Si -0.067 0.089 -0.267
Si 0.122 -0.11 -0.182
Si -0.115 -0.262 -0.208
Si 0.093 -0.012 -0.386
Si -0.003 -0.037 -0.368
Si 0.017 -0.056 -0.362
Si -0.198 0.047 -0.236
Si -0.199 0.096 -0.246
Si 0.166 0.09 -0.252
Si 0.156 -0.061 0.017
Si -0.031 0.251 -0.302
Si 0.071 -0.023 -0.077
Si -0.441 0.038 -0.367
Si -0.048 0.035 -0.183
Si 0.157 0.012 -0.209
Si 0.108 0.128 -0.178
Si -0.023 -0.098 0.178
Si 0.01 0.011 0.169
Si 0.31 -0.081 -0.263
Si -0.21 0.211 -0.449
Si 0.017 -0.285 -0.242
Si -0.006 0.065 -0.138
Si 0.024 -0.264 -0.325
Si 0.022 0.053 -0.407
Si -0.032 0.154 -0.056
Si -0.322 -0.246 -0.461
Si 0.463 0.792 -0.66
Si 0.049 0.232 -0.415
Si 0.113 0.089 -0.403
Si -0.139 -0.085 -0.495
Si 0.284 -0.106 -0.163
Si -0.102 0.131 -0.255
Si 0.01 0.079 -0.275
Si -0.015 0.018 -0.344
Si -0.133 0.02 -0.081
Si 0.135 -0.059 -0.122
Si -0.229 0.084 -0.161
Si 0.072 -0.237 -0.314
Si 0.077 0.137 -0.227
Si -0.245 -0.073 -0.391
Si -0.281 0.131 -0.226
Si -0.12 -0.013 -0.349
Si 0.007 0.016 -0.135
Si 0.011 0.061 -0.018
Si 0.062 -0.269 -0.116
Si 0.075 -0.344 0.121
O -0.247 -0.37 0.038
O -0.107 -0.2 -0.162
O 0.234 0.093 0.274
O -0.163 -0.006 -0.055
O -0.457 -0.116 0.166
O -0.056 -0.052 -0.004
O -0.055 0.109 0.15
O 0.025 -0.4 -0.036
O 0.335 0.068 0.223
O -0.168 0.164 0.01
O 0.036 0.119 0.294
O -0.144 0.154 0.217
O 0.009 -0.024 0.497
O 0 0.054 0.117
O 0.037 0.228 -0.072
O 0.044 -0.358 0.192
O 0.257 0.128 0.438
O -0.024 -0.164 0.21
O -0.212 0.011 0.027
O 0.556 0.263 0.162
O 0.033 0.254 -0.094
O -0.002 0.039 0.251
O -0.043 -0.077 -0.119
O 0.204 0.124 0.604
O 0.165 0.1 0.689
O -0.297 -0.396 0.376
O -0.363 0.093 -0.032
O 0.133 0.159 0.193
O -0.206 0.015 0.004
O 0.168 -0.334 0.027
O 0.114 -0.301 0.147
O -0.347 0.198 -0.025
O -0.132 0.008 -0.204
O 0.028 -0.073 -0.027
O 0.271 -0.017 0.002
O -0.22 0.354 -0.176
O -0.207 -0.261 0.029
O -0.067 0.14 0.187
O 0.116 0.081 0.193
O -0.07 -0.115 -0.092
O -0.11 -0.228 -0.182
O 0.003 -0.152 0.277
O -0.081 0.288 0.312
O 0 -0.26 0.049
O 0.157 0.183 0.266
O -0.345 -0.071 0.022
O -0.078 -0.071 0.297
O -0.158 0.392 0.477
O 0.07 -0.195 0.455
O -0.009 0 0.009
O 0.157 0.046 -0.027
O 0.112 -0.314 0.657
O -0.187 -0.047 0.288
O 0.157 -0.147 0.261
O -0.102 0.358 -0.149
O -0.261 0.042 0.251
O -0.312 0.102 0.376
O 0.141 0.017 -0.29
O -0.194 -0.23 0.291
O 0.046 -0.159 0.343
O 0.047 0.027 0.283
O 0.012 0.337 0.614
O -0.237 0.104 -0.036
O -0.101 -0.058 0.025
O 0.173 0.001 0.248
O -0.074 -0.174 0.181
O -0.11 0.165 -0.005
O 0.101 -0.316 0.274
O -0.12 -0.162 0.084
O -0.115 -0.12 0.083
O -0.441 -0.302 0.338
O -0.06 -0.32 0.506
O -0.011 -0.127 -0.012
O -0.113 0.319 0.058
O -0.207 0.182 0.07
O -0.009 0.489 -0.041
O -0.24 -0.09 0.133
O -0.071 0.032 0.208
O -0.11 0.066 0.356
O 0.054 0.075 -0.316
O -0.114 -0.163 -0.083
O -0.098 0.045 -0.022
O 0.03 0.421 0.039
O 0.083 0.088 -0.001
O -0.2 -0.107 -0.158
O -0.198 0.075 0.022
O 0.18 -0.1 0.108
O -0.072 -0.273 0.477
O 0.047 0.099 0.146
O -0.606 -0.102 -0.397
O -0.136 0.284 0.279
O 0.154 0.004 -0.09
O -0.133 0.101 0.197
O -0.229 -0.349 0.224
O -0.018 0.235 0.188
O 0.061 -0.147 -0.039
O 0.008 -0.188 -0.193
O -0.047 -0.189 0.454
O 0.106 -0.429 -0.154
O 0.142 0.152 0.067
O 0.559 -0.018 0.643
O -0.283 0.132 0.1
O -0.136 -0.209 0.314
O 0.103 -0.037 0.134
O 0.003 -0.125 0.257
O -0.082 0.175 0.267
O 0.072 0.195 0.064
O 0.076 0.08 0.24
O -0.44 -0.324 0.4
O -0.197 -0.259 0.271
O -0.117 0.346 0.143
O 0.099 0.203 0.071
O -0.426 -0.099 0.46
O 0.092 -0.294 0.179
O -0.341 0.435 0.569
O 0.096 0.304 0.124
O -0.18 -0.316 0.154
O -0.43 0.038 0.227
O -0.126 0.311 0.429
O 0.095 0.318 0.037
O -0.085 0.411 0.018
O 0.112 -0.12 0.282
O 0.014 0.2 0.028
O -0.118 0.118 0.283
O 0.199 -0.094 0.093
O -0.111 0.089 0.076
O 0.181 0.423 0.196
O 0.581 -0.33 -0.06
O -0.062 0.014 0.258
O -0.144 -0.262 0.373
O 0.035 0.122 0.315
O 0.06 0.186 0.135
O 0.077 0.052 0.307
O 0.184 0.197 -0.102
O 0.2 -0.204 0.134
O -0.107 0.143 0.351
O -0.086 0.132 -0.157
O 0.015 0.157 0.491
O -0.187 -0.129 0.006
O 0.019 0.2 0.157
O -0.519 0.084 0.41
O -0.078 -0.207 -0.294
O 0.076 -0.178 -0.129
O 0.011 -0.092 -0.322
O -0.074 -0.066 0.001
O 0.199 0.201 -0.444
O -0.203 -0.283 0.018
O -0.087 0.141 -0.219
O -0.006 0.24 -0.102
O 0.151 -0.159 -0.151
O 0.041 -0.223 -0.193
O 0.271 0.193 -0.148
O 0.377 0.222 -0.043
O -0.348 -0.151 -0.125
O 0.132 -0.281 -0.445
O -0.059 0.016 0.078
O -0.185 -0.051 0.111
O -0.157 -0.123 -0.289
O 0.028 0.336 -0.229
O -0.089 -0.041 0.051
O -0.256 0.409 -0.257
O -0.02 0.146 0.088
O -0.059 -0.161 -0.237
O -0.189 -0.048 -0.165
O 0.036 0.174 -0.433
O -0.115 -0.146 -0.151
O -0.123 0.262 -0.303
O -0.058 -0.187 -0.108
O 0.017 0.175 -0.06
O 0.072 0.161 -0.215
O -0.047 0.044 0.049
O 0.039 -0.053 -0.276
O 0.303 -0.003 -0.393
O 0.084 0.169 -0.023
O 0.218 0.352 -0.609
O -0.05 -0.066 -0.171
O 0.061 -0.376 -0.393
O 0.139 0.04 -0.228
O -0.212 -0.022 -0.457
O 0.095 -0.308 -0.395
O -0.113 0.16 -0.039
O 0.167 -0.132 -0.437
O -0.067 0.002 -0.334
O -0.092 0.032 -0.337
O -0.164 0.309 0.146
O 0.29 0.202 -0.375
O -0.287 -0.192 -0.254
O -0.045 0.178 0.146
O 0.017 0.038 -0.238
O 0.081 -0.022 -0.017
O -0.163 -0.148 -0.387
O -0.066 0.008 -0.485
O 0.048 0.018 -0.078
O 0.095 0.012 -0.27
O -0.056 0.004 0.127
O 0.082 0.202 -0.334
O -0.018 0.129 -0.098
O 0.244 -0.198 -0.165
O -0.222 -0.236 -0.664
O 0.043 0.141 0.111
O -0.016 -0.254 -0.114
O -0.082 0.161 -0.258
O -0.127 -0.013 -0.269
O -0.098 -0.087 -0.077
O 0.389 0.031 -0.399
O 0.206 -0.153 -0.331
O -0.235 -0.112 -0.1
O -0.076 -0.288 0.203
O -0.093 -0.086 0.131
O 0.038 -0.213 -0.178
O 0.062 -0.212 -0.275
O 0.119 -0.03 -0.149
O -0.162 0.105 -0.021
O 0.138 -0.044 -0.147
O -0.102 0.235 0.139
O -0.165 0.089 0.101
O -0.041 0.311 -0.13
O 0.211 0.244 -0.127
O -0.069 0.159 -0.081
O 0.147 -0.054 0.044
O 0.097 -0.445 -0.624
O -0.097 0.17 -0.189
O -0.147 0.115 -0.231
O 0.126 -0.161 -0.659
O 0.067 0.027 -0.266
O 0.113 0.016 -0.238
O -0.023 -0.053 -0.332
O -0.213 -0.082 0.034
O 0.02 -0.328 -0.032
O -0.092 -0.021 0.16
O -0.147 0.003 -0.296
O 0.177 -0.077 -0.156
O -0.383 0.074 -0.639
O -0.095 0.252 -0.044
O 0.155 -0.211 -0.32
O -0.083 0.344 -0.076
O 0.057 -0.101 -0.115
O -0.002 0.09 -0.069
O 0.227 -0.386 0.19
O -0.075 0.023 -0.312
O 0.379 0.007 -0.267
O -0.15 -0.045 -0.026
O -0.076 0.055 -0.092
O -0.036 0.158 0.317
O 0.167 0.044 -0.409
O 0.182 -0.055 -0.414
O 0.165 0.257 0.03
O -0.412 -0.035 0.002
O -0.276 0.049 -0.077
O -0.093 0.261 -0.341
O 0.335 0.127 -0.017
O -0.258 0.249 -0.006
O -0.185 0.189 -0.038
O -0.203 0.236 0.204
O 0.108 0.388 -0.174
O 0.408 0.073 -0.241
O 0.157 -0.082 -0.011
O -0.185 0.024 -0.092
O 0.006 -0.244 -0.194
O 0.236 0.087 -0.233
O 0.213 0.226 -0.427
O -0.03 0.218 -0.009
O 0.308 -0.117 0.238
O 0.269 -0.15 -0.331
O 0.411 -0.133 -0.351
O 0.06 -0.151 -0.137
O -0.152 0.152 -0.055
O 0.116 -0.208 0.029
O 0.185 0.092 -0.349
O -0.096 0.107 -0.224
